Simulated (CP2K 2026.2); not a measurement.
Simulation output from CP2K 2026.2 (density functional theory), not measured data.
Periodic cell of 2364 atoms, Si1700O664, from a study of silicon, its oxide and their interface. The atomic structure is a simulated model.
Doubt: the forces sum to 2.97 eV/angstrom along one axis rather than to zero, so they err by at least 0.0013 eV/angstrom per atom on average; the grid cutoff is modest.

Settings
functional: PBE
method: Gaussian and plane waves
basis set: DZVP-MOLOPT-SR-GTH
pseudopotentials: GTH-PBE
grid cutoff: 350 Ry, relative cutoff 50 Ry
k points: Gamma only
occupations: fixed
spin: none
net charge: 0

Cell vectors (angstrom)
a 16.4025 0 0
b 0 65.61 0
c 0 0 40.0844

Atoms: element, x, y, z (angstrom)
Si 16.098 65.537 0.184
Si 2.997 2.064 0.399
Si 16.032 5.574 0.633
Si 2.101 8.184 0.089
Si 15.575 10.141 1.386
Si 2.528 13.085 40.075
Si 0.021 16.8 40.014
Si 2.575 19.237 40.059
Si 0.503 21.592 40.029
Si 2.901 24.266 0.199
Si 16.054 27.251 0.084
Si 2.514 30.105 0.319
Si 0.529 32.485 0.124
Si 3.145 35.264 39.969
Si 16.163 38.51 39.885
Si 2.424 41.533 39.997
Si 0.201 43.626 0.311
Si 3.178 46.234 0.122
Si 16.298 49.084 40.002
Si 3.146 51.466 40.064
Si 16.37 54.741 0.239
Si 3.137 57.104 40.065
Si 16.269 60.217 40.054
Si 3.271 62.503 40.026
Si 5.308 65.497 0.252
Si 8.248 2.145 0.161
Si 5.607 5.203 39.772
Si 8.586 7.842 39.856
Si 4.873 10.985 39.675
Si 8.175 13.651 40.001
Si 5.823 15.909 39.813
Si 8.655 19.089 40.042
Si 5.271 22.215 0.134
Si 8.025 24.844 39.99
Si 5.696 27.04 39.674
Si 8.506 29.998 40.055
Si 5.383 33.038 39.687
Si 7.773 35.981 39.661
Si 5.619 38.293 40.008
Si 8.323 40.666 39.884
Si 5.478 44.143 39.763
Si 8.655 46.369 0.347
Si 5.33 49.225 0.71
Si 8.301 51.428 0.259
Si 5.255 54.809 40.022
Si 7.58 58.095 40.072
Si 5.356 60.203 0.491
Si 8.381 62.298 0.365
Si 10.58 65.567 0.008
Si 13.883 2.156 39.997
Si 10.728 5.513 39.994
Si 13.753 9.013 39.169
Si 11.248 10.744 40.002
Si 13.941 13.721 0.022
Si 10.659 16.629 39.952
Si 14.004 18.828 40.021
Si 10.605 23.613 39.022
Si 13.356 23.476 0.781
Si 10.68 27.875 0.442
Si 13.913 29.683 0.064
Si 11.056 32.867 39.707
Si 13.66 35.441 39.851
Si 10.941 38.775 39.744
Si 13.998 40.722 0.103
Si 10.61 43.968 39.731
Si 14.417 45.739 39.968
Si 10.628 49.317 0.053
Si 13.958 51.2 39.968
Si 10.84 54.518 40.029
Si 14.183 56.952 0.028
Si 10.745 60.271 0.219
Si 13.787 62.23 40.04
Si 1.344 0.954 1.601
Si 4.169 3.927 1.279
Si 1.288 6.731 1.712
Si 3.889 9.439 1.131
Si 1.017 11.916 1.542
Si 3.941 14.888 1.041
Si 1.408 17.851 1.473
Si 4.187 20.442 1.256
Si 1.427 23.1 1.539
Si 4.16 25.989 1.184
Si 1.3 28.467 1.432
Si 4.196 31.505 1.214
Si 1.597 34.172 1.349
Si 4.178 36.935 1.224
Si 1.384 39.706 1.149
Si 4.243 42.508 1.126
Si 1.545 45.109 1.476
Si 4.104 47.63 1.78
Si 1.42 50.384 1.273
Si 4.132 53.22 1.312
Si 1.605 55.919 1.443
Si 4.047 58.636 1.582
Si 1.444 61.433 1.239
Si 4.145 63.961 1.569
Si 6.83 1.066 1.641
Si 9.474 3.937 1.214
Si 6.896 6.681 1.072
Si 9.656 9.473 1.172
Si 6.761 12.013 0.977
Si 9.628 14.98 1.261
Si 6.891 17.765 1.041
Si 9.817 20.689 1.396
Si 6.903 23.329 1.371
Si 9.474 26.068 1.354
Si 6.815 28.711 1.101
Si 9.603 31.681 1.188
Si 6.839 34.294 1.042
Si 9.685 36.946 0.854
Si 6.887 39.654 1.339
Si 9.538 42.364 1.094
Si 6.893 45.138 1.345
Si 9.819 47.797 1.689
Si 6.965 50.389 1.835
Si 9.474 53.213 1.365
Si 6.793 56.091 1.245
Si 9.467 58.683 1.385
Si 6.865 61.329 1.836
Si 9.541 64.022 1.491
Si 12.284 1.063 1.281
Si 14.824 3.806 1.508
Si 12.322 6.575 1.364
Si 14.186 6.928 40.044
Si 12.476 12.28 1.269
Si 15.169 15.191 1.346
Si 12.368 17.711 1.237
Si 15.17 20.482 1.176
Si 11.121 22.79 1.044
Si 14.792 25.588 1.322
Si 12.349 28.886 1.661
Si 15.093 31.432 1.239
Si 12.43 34.054 1.203
Si 15.022 36.912 1.121
Si 12.366 39.619 1.38
Si 15.14 42.27 1.485
Si 12.468 44.88 1.047
Si 15.15 47.555 1.304
Si 12.348 50.349 1.382
Si 15.065 52.972 1.218
Si 12.278 55.914 1.208
Si 15.111 58.707 1.366
Si 12.317 61.335 1.587
Si 14.84 63.982 1.372
Si 16.376 2.514 2.797
Si 2.724 65.29 2.937
Si 16.302 8.246 2.79
Si 2.791 5.276 2.745
Si 0.021 13.7 2.742
Si 2.689 10.776 2.744
Si 0.022 19.188 2.761
Si 2.799 16.344 2.59
Si 0.004 24.56 2.73
Si 2.843 21.755 2.772
Si 16.4 30.016 2.683
Si 2.833 27.275 2.679
Si 0.071 35.579 2.518
Si 2.885 32.812 2.716
Si 0.101 40.902 2.75
Si 2.765 38.316 2.527
Si 0.118 46.41 2.801
Si 2.922 43.712 2.747
Si 0.064 51.754 2.688
Si 2.684 49.107 2.851
Si 0.095 57.3 2.704
Si 2.82 54.499 2.819
Si 16.395 62.726 2.7
Si 2.639 60.041 2.811
Si 5.48 2.608 2.799
Si 8.216 65.351 2.929
Si 5.424 8.071 2.445
Si 8.18 5.363 2.612
Si 5.426 13.52 2.421
Si 8.163 10.779 2.471
Si 5.546 19.052 2.546
Si 8.206 16.395 2.533
Si 5.5 24.679 2.686
Si 8.221 21.863 2.687
Si 5.526 30.1 2.538
Si 8.129 27.451 2.687
Si 5.552 35.578 2.589
Si 8.202 32.968 2.516
Si 5.506 41.072 2.587
Si 8.344 38.236 2.532
Si 5.619 46.354 2.93
Si 8.241 43.67 2.626
Si 5.509 51.929 2.828
Si 8.368 49.039 3.047
Si 5.478 57.282 2.848
Si 8.16 54.655 2.689
Si 5.496 62.751 3.024
Si 8.274 59.943 2.995
Si 10.916 2.571 2.625
Si 13.567 65.372 2.788
Si 11.017 8.144 2.616
Si 13.508 5.207 2.859
Si 11.02 13.628 2.592
Si 13.787 11.016 2.768
Si 11.066 19.153 2.65
Si 13.694 16.422 2.701
Si 10.747 24.538 2.613
Si 13.899 21.903 2.538
Si 10.926 30.337 2.73
Si 13.639 27.207 2.712
Si 10.972 35.52 2.422
Si 13.765 32.797 2.641
Si 10.967 41.052 2.595
Si 13.697 38.174 2.643
Si 11.236 46.286 2.701
Si 13.68 43.633 2.682
Si 10.984 51.86 2.72
Si 13.725 48.951 2.708
Si 10.92 57.266 2.658
Si 13.677 54.481 2.576
Si 10.969 62.76 2.876
Si 13.694 59.944 2.827
Si 1.357 3.947 4.1
Si 4.081 1.217 4.168
Si 1.335 9.478 4.182
Si 4.137 6.748 3.998
Si 1.443 15.035 4.027
Si 4.102 12.232 3.963
Si 1.424 20.478 4.144
Si 4.171 17.715 3.94
Si 1.429 25.939 4.028
Si 4.163 23.249 4.059
Si 1.424 31.428 4.008
Si 4.153 28.758 3.967
Si 1.417 36.944 3.931
Si 4.218 34.233 4.033
Si 1.488 42.322 4.064
Si 4.148 39.661 3.937
Si 1.375 47.77 4.25
Si 4.209 45.02 4.228
Si 1.376 53.158 4.116
Si 4.115 50.514 4.162
Si 1.334 58.667 4.212
Si 4.13 55.896 4.206
Si 1.276 64.018 4.239
Si 4.052 61.347 4.237
Si 6.859 4.027 4.1
Si 9.584 1.248 4.123
Si 6.796 9.442 3.879
Si 9.578 6.753 3.972
Si 6.809 14.95 3.857
Si 9.543 12.225 3.857
Si 6.833 20.462 3.962
Si 9.589 17.777 3.946
Si 6.82 26.054 4.084
Si 9.473 23.273 4.098
Si 6.9 31.501 3.908
Si 9.571 28.828 4.001
Si 6.946 36.925 3.958
Si 9.597 34.266 3.916
Si 6.888 42.337 4.045
Si 9.642 39.63 3.967
Si 6.924 47.725 4.301
Si 9.679 45.011 4.025
Si 6.863 53.307 4.17
Si 9.701 50.532 4.225
Si 6.828 58.615 4.273
Si 9.582 55.933 4.089
Si 6.843 64.11 4.358
Si 9.621 61.388 4.267
Si 12.161 3.877 4.182
Si 14.968 1.17 4.137
Si 12.364 9.538 4.012
Si 14.937 6.739 4.057
Si 12.312 15.017 4.022
Si 15.039 12.398 4.163
Si 12.411 20.591 3.952
Si 15.032 17.799 4.081
Si 12.228 25.865 4.011
Si 15.107 23.181 4.103
Si 12.387 31.546 4.084
Si 15.03 28.642 4.056
Si 12.288 36.834 3.95
Si 15.137 34.212 3.943
Si 12.323 42.319 4.074
Si 15.07 39.547 4.045
Si 12.421 47.679 4.177
Si 15.092 45.005 4.066
Si 12.343 53.21 4.104
Si 15.074 50.411 4.067
Si 12.276 58.59 4.123
Si 15.061 55.88 4.024
Si 12.274 64.115 4.268
Si 15.066 61.356 4.143
Si 16.357 65.606 16.453
Si 2.672 2.748 16.402
Si 16.341 5.514 16.369
Si 2.665 8.26 16.327
Si 16.338 10.988 16.288
Si 2.677 13.725 16.266
Si 16.358 16.458 16.26
Si 2.717 19.208 16.258
Si 16.395 21.961 16.268
Si 2.74 24.697 16.268
Si 0.035 27.434 16.282
Si 2.795 30.161 16.313
Si 0.089 32.882 16.364
Si 2.826 35.593 16.405
Si 0.087 38.301 16.426
Si 2.806 40.991 16.435
Si 0.068 43.707 16.44
Si 2.769 46.418 16.447
Si 0.011 49.156 16.448
Si 2.735 51.898 16.451
Si 16.386 54.657 16.463
Si 2.715 57.402 16.479
Si 16.38 60.132 16.491
Si 2.698 62.867 16.477
Si 5.424 0.006 16.434
Si 8.152 2.759 16.397
Si 5.404 5.504 16.359
Si 8.138 8.256 16.321
Si 5.396 11 16.297
Si 8.141 13.736 16.269
Si 5.429 16.467 16.241
Si 8.185 19.203 16.231
Si 5.471 21.945 16.247
Si 8.218 24.686 16.277
Si 5.495 27.43 16.299
Si 8.257 30.166 16.335
Si 5.54 32.887 16.354
Si 8.293 35.601 16.386
Si 5.56 38.299 16.435
Si 8.297 41.007 16.451
Si 5.529 43.705 16.437
Si 8.248 46.427 16.435
Si 5.496 49.153 16.436
Si 8.228 51.908 16.457
Si 5.478 54.66 16.467
Si 8.211 57.41 16.479
Si 5.451 60.142 16.476
Si 8.182 62.879 16.456
Si 10.899 0.014 16.435
Si 13.618 2.761 16.41
Si 10.876 5.509 16.362
Si 13.602 8.249 16.323
Si 10.873 10.992 16.286
Si 13.619 13.724 16.261
Si 10.887 16.466 16.256
Si 13.642 19.206 16.257
Si 10.928 21.941 16.246
Si 13.681 24.692 16.273
Si 10.978 27.425 16.31
Si 13.738 30.16 16.339
Si 11.012 32.897 16.363
Si 13.762 35.608 16.393
Si 11.042 38.315 16.413
Si 13.773 41.007 16.439
Si 11.014 43.714 16.447
Si 13.706 46.424 16.449
Si 10.963 49.167 16.437
Si 13.675 51.91 16.452
Si 10.947 54.652 16.467
Si 13.657 57.392 16.489
Si 10.936 60.136 16.486
Si 13.644 62.867 16.483
Si 1.313 1.391 17.797
Si 4.037 4.142 17.737
Si 1.291 6.919 17.712
Si 4.012 9.663 17.677
Si 1.291 12.382 17.638
Si 4.043 15.119 17.602
Si 1.32 17.849 17.604
Si 4.092 20.593 17.606
Si 1.345 23.357 17.629
Si 4.1 26.066 17.641
Si 1.404 28.803 17.65
Si 4.163 31.518 17.697
Si 1.453 34.234 17.764
Si 4.192 36.943 17.807
Si 1.446 39.648 17.826
Si 4.166 42.35 17.812
Si 1.402 45.067 17.835
Si 4.129 47.791 17.804
Si 1.354 50.539 17.813
Si 4.091 53.287 17.802
Si 1.313 56.056 17.83
Si 4.073 58.786 17.843
Si 1.329 61.511 17.868
Si 4.064 64.257 17.826
Si 6.785 1.4 17.777
Si 9.509 4.154 17.745
Si 6.758 6.912 17.695
Si 9.488 9.657 17.666
Si 6.747 12.403 17.64
Si 9.492 15.127 17.623
Si 6.796 17.853 17.58
Si 9.546 20.574 17.592
Si 6.832 23.314 17.617
Si 9.584 26.058 17.649
Si 6.86 28.803 17.674
Si 9.624 31.542 17.711
Si 6.896 34.26 17.735
Si 9.672 36.956 17.763
Si 6.929 39.655 17.828
Si 9.676 42.356 17.837
Si 6.892 45.063 17.81
Si 9.604 47.799 17.8
Si 6.858 50.524 17.795
Si 9.588 53.286 17.83
Si 6.831 56.053 17.834
Si 9.574 58.782 17.862
Si 6.82 61.522 17.834
Si 9.545 64.258 17.816
Si 12.249 1.405 17.796
Si 14.972 4.164 17.756
Si 12.223 6.911 17.711
Si 14.955 9.646 17.666
Si 12.228 12.387 17.626
Si 14.974 15.1 17.625
Si 12.244 17.853 17.61
Si 15.005 20.594 17.611
Si 12.287 23.321 17.606
Si 15.052 26.074 17.628
Si 12.356 28.79 17.683
Si 15.117 31.521 17.718
Si 12.378 34.264 17.747
Si 15.116 36.962 17.802
Si 12.413 39.659 17.813
Si 15.137 42.353 17.836
Si 12.359 45.071 17.845
Si 15.05 47.796 17.825
Si 12.304 50.547 17.809
Si 15.009 53.301 17.824
Si 12.285 56.03 17.854
Si 15.003 58.777 17.863
Si 12.292 61.501 17.874
Si 14.999 64.249 17.853
Si 16.336 2.793 19.126
Si 2.684 0.027 19.177
Si 16.316 8.311 19.06
Si 2.671 5.552 19.061
Si 16.331 13.745 19.01
Si 2.645 11.053 19.037
Si 16.366 19.226 18.967
Si 2.682 16.484 18.962
Si 16.394 24.736 19.018
Si 2.731 21.985 18.952
Si 0.098 30.16 19.074
Si 2.743 27.442 19.018
Si 0.106 35.61 19.148
Si 2.843 32.872 19.112
Si 0.098 41.002 19.236
Si 2.838 38.307 19.193
Si 0.017 46.435 19.201
Si 2.776 43.684 19.185
Si 16.372 51.923 19.161
Si 2.728 49.15 19.147
Si 16.343 57.406 19.239
Si 2.702 54.679 19.133
Si 16.358 62.876 19.249
Si 2.693 60.132 19.233
Si 5.393 2.775 19.12
Si 8.162 0.04 19.147
Si 5.388 8.311 19.035
Si 8.115 5.546 19.063
Si 5.389 13.79 19.005
Si 8.108 11.048 19.002
Si 5.463 19.222 18.957
Si 8.126 16.513 18.981
Si 5.468 24.687 18.98
Si 8.199 21.938 18.965
Si 5.524 30.174 19.072
Si 8.224 27.431 19.018
Si 5.578 35.598 19.181
Si 8.272 32.925 19.09
Si 5.557 41.029 19.198
Si 8.336 38.296 19.172
Si 5.505 46.423 19.162
Si 8.292 43.729 19.181
Si 5.471 51.898 19.126
Si 8.233 49.163 19.16
Si 5.466 57.442 19.198
Si 8.236 54.696 19.169
Si 5.446 62.896 19.194
Si 8.211 60.18 19.21
Si 10.876 2.803 19.138
Si 13.61 0.04 19.178
Si 10.844 8.306 19.05
Si 13.588 5.56 19.094
Si 10.849 13.757 18.977
Si 13.579 11.033 19.003
Si 10.883 19.223 18.985
Si 13.588 16.472 18.967
Si 10.945 24.677 18.999
Si 13.635 21.962 18.973
Si 11.006 30.173 19.048
Si 13.734 27.429 19.041
Si 11.061 35.652 19.15
Si 13.77 32.91 19.081
Si 11.09 41.025 19.213
Si 13.776 38.326 19.218
Si 10.958 46.448 19.19
Si 13.772 43.723 19.201
Si 10.952 51.911 19.2
Si 13.653 49.169 19.165
Si 10.945 57.415 19.239
Si 13.644 54.659 19.217
Si 10.913 62.899 19.204
Si 13.659 60.135 19.27
Si 1.312 4.197 20.438
Si 4.053 1.408 20.531
Si 1.25 9.724 20.421
Si 4.031 6.945 20.399
Si 1.311 15.135 20.342
Si 3.989 12.472 20.385
Si 1.354 20.622 20.288
Si 4.061 17.871 20.285
Si 1.344 26.131 20.401
Si 4.077 23.349 20.34
Si 1.48 31.506 20.468
Si 4.118 28.792 20.385
Si 1.474 36.941 20.551
Si 4.217 34.198 20.53
Si 1.455 42.35 20.639
Si 4.193 39.677 20.581
Si 1.377 47.808 20.555
Si 4.128 45.063 20.524
Si 1.326 53.327 20.491
Si 4.09 50.531 20.479
Si 1.29 58.782 20.617
Si 4.036 56.073 20.489
Si 1.329 64.28 20.578
Si 4.095 61.51 20.563
Si 6.743 4.195 20.441
Si 9.507 1.432 20.502
Si 6.716 9.733 20.382
Si 9.444 6.961 20.409
Si 6.736 15.19 20.362
Si 9.454 12.44 20.352
Si 6.834 20.582 20.332
Si 9.485 17.879 20.351
Si 6.839 26.041 20.343
Si 9.558 23.297 20.34
Si 6.894 31.563 20.443
Si 9.59 28.82 20.37
Si 6.962 36.97 20.565
Si 9.627 34.321 20.45
Si 6.948 42.381 20.565
Si 9.752 39.616 20.543
Si 6.879 47.778 20.519
Si 9.607 45.104 20.588
Si 6.847 53.293 20.437
Si 9.583 50.523 20.549
Si 6.861 58.805 20.574
Si 9.568 56.06 20.602
Si 6.811 64.295 20.54
Si 9.554 61.56 20.599
Si 12.227 4.211 20.494
Si 14.943 1.466 20.519
Si 12.181 9.727 20.39
Si 14.933 6.969 20.438
Si 12.18 15.144 20.337
Si 14.929 12.397 20.374
Si 12.247 20.61 20.336
Si 14.959 17.856 20.298
Si 12.332 26.042 20.352
Si 14.973 23.369 20.329
Si 12.398 31.536 20.403
Si 15.134 28.783 20.424
Si 12.421 36.979 20.609
Si 15.122 34.261 20.489
Si 12.479 42.366 20.62
Si 15.137 39.666 20.636
Si 12.288 47.834 20.561
Si 15.072 45.096 20.617
Si 12.29 53.287 20.597
Si 14.987 50.562 20.513
Si 12.306 58.756 20.651
Si 14.951 56.054 20.613
Si 12.27 64.275 20.57
Si 15.011 61.506 20.671
Si 16.332 0.106 21.864
Si 2.704 2.875 21.825
Si 16.32 5.57 21.761
Si 2.65 8.336 21.717
Si 16.277 11.1 21.829
Si 2.633 13.824 21.804
Si 16.337 16.517 21.649
Si 2.75 19.278 21.62
Si 16.382 22.008 21.603
Si 2.717 24.745 21.708
Si 0.051 27.474 21.903
Si 2.86 30.152 21.855
Si 0.11 32.894 21.81
Si 2.841 35.553 21.886
Si 0.123 38.277 21.975
Si 2.856 40.988 22.031
Si 0.047 43.723 21.995
Si 2.7 46.358 21.896
Si 0.001 49.252 21.847
Si 2.748 51.974 21.78
Si 16.333 54.644 21.894
Si 2.645 57.359 21.929
Si 16.352 60.11 22.094
Si 2.71 62.867 21.91
Si 5.419 0.02 21.918
Si 8.069 2.801 21.806
Si 5.408 5.615 21.793
Si 8.046 8.352 21.747
Si 5.386 11.165 21.738
Si 8.14 13.869 21.71
Si 5.344 16.54 21.74
Si 8.193 19.27 21.774
Si 5.44 21.941 21.654
Si 8.166 24.64 21.688
Si 5.466 27.393 21.697
Si 8.285 30.219 21.763
Si 5.608 32.879 21.95
Si 8.358 35.656 21.963
Si 5.623 38.374 21.933
Si 8.386 40.989 21.85
Si 5.572 43.787 21.895
Si 8.188 46.435 21.986
Si 5.434 49.115 21.803
Si 8.204 51.959 21.818
Si 5.467 54.691 21.712
Si 8.223 57.465 21.972
Si 5.508 60.177 21.939
Si 8.205 62.99 21.952
Si 10.889 0.076 21.878
Si 13.595 2.865 21.905
Si 10.806 5.616 21.786
Si 13.564 8.41 21.767
Si 10.749 11.062 21.75
Si 13.522 13.767 21.686
Si 10.773 16.466 21.721
Si 13.562 19.176 21.656
Si 10.933 21.99 21.757
Si 13.625 24.679 21.791
Si 10.954 27.424 21.664
Si 13.801 30.195 21.75
Si 11.022 32.941 21.701
Si 13.827 35.616 21.948
Si 11.107 38.362 22.055
Si 13.844 41.046 22.104
Si 11.12 43.822 21.887
Si 13.674 46.519 21.942
Si 10.881 49.126 21.977
Si 13.623 51.864 21.947
Si 10.925 54.675 21.98
Si 13.596 57.35 22.111
Si 10.947 60.194 21.957
Si 13.623 62.923 22.001
Si 1.272 1.559 23.195
Si 4.103 4.256 23.202
Si 1.304 6.944 23.066
Si 3.967 9.794 23.035
Si 1.198 12.534 23.196
Si 3.971 15.22 23.202
Si 1.346 17.932 22.906
Si 4.107 20.598 23.036
Si 1.283 23.402 23.058
Si 4.11 26.061 23.161
Si 1.49 28.892 23.303
Si 4.268 31.433 23.302
Si 1.46 34.185 23.262
Si 4.25 36.934 23.196
Si 1.43 39.636 23.422
Si 4.336 42.387 23.302
Si 1.409 45.016 23.39
Si 4.121 47.68 23.183
Si 1.36 50.688 23.177
Si 4.123 53.38 23.088
Si 1.252 55.97 23.341
Si 4.101 58.734 23.204
Si 1.42 61.516 23.35
Si 4.104 64.172 23.267
Si 6.738 1.459 23.265
Si 9.386 4.238 23.133
Si 6.686 7.053 23.168
Si 9.313 9.754 23.145
Si 6.74 12.61 23.085
Si 9.393 15.208 23.208
Si 6.721 17.933 23.089
Si 9.63 20.626 23.172
Si 6.794 23.254 23.041
Si 9.58 26.011 22.987
Si 6.828 28.814 22.981
Si 9.669 31.659 23.102
Si 7.014 34.273 23.34
Si 9.691 37.034 23.431
Si 7.041 39.74 23.333
Si 9.869 42.297 23.103
Si 6.78 45.142 23.409
Si 9.49 47.787 23.411
Si 6.759 50.585 23.061
Si 9.507 53.31 23.286
Si 6.771 56.003 23.127
Si 9.65 58.835 23.377
Si 6.873 61.598 23.349
Si 9.531 64.425 23.346
Si 12.185 1.488 23.233
Si 14.939 4.331 23.224
Si 12.079 7.149 23.082
Si 14.929 9.715 23.217
Si 12.062 12.504 23.087
Si 14.932 15.147 22.982
Si 12.147 17.822 23.04
Si 14.995 20.594 22.874
Si 12.22 23.356 23.212
Si 14.957 26.074 23.163
Si 12.324 28.837 22.974
Si 15.171 31.542 23.186
Si 12.321 34.251 23.141
Si 15.26 36.89 23.424
Si 12.563 39.635 23.523
Si 15.187 42.456 23.525
Si 12.29 45.255 23.41
Si 15.054 47.911 23.278
Si 12.178 50.546 23.335
Si 15.041 53.221 23.255
Si 12.24 55.907 23.535
Si 14.972 58.703 23.522
Si 12.224 61.559 23.419
Si 15.012 64.363 23.343
Si 16.365 3.045 24.678
Si 2.721 0.077 24.34
Si 0.009 8.285 24.477
Si 2.721 5.679 24.474
Si 16.195 13.945 24.566
Si 2.603 11.122 24.443
Si 16.368 19.249 24.185
Si 2.54 16.71 24.469
Si 16.327 24.746 24.533
Si 2.666 21.94 24.268
Si 0.188 30.339 24.694
Si 2.928 27.537 24.662
Si 0.174 35.425 24.833
Si 2.902 32.876 24.559
Si 0.173 41.033 24.97
Si 2.875 38.186 24.599
Si 0.093 46.573 24.663
Si 2.878 43.552 24.685
Si 0.155 52.111 24.696
Si 2.812 49.237 24.261
Si 16.287 57.194 24.907
Si 2.781 54.615 24.543
Si 0.092 62.944 24.687
Si 2.832 60.082 24.626
Si 5.43 2.88 24.646
Si 8.091 0.181 24.718
Si 5.31 8.52 24.45
Si 8.058 5.683 24.5
Si 5.461 13.942 24.574
Si 8.002 11.241 24.473
Si 5.456 19.348 24.514
Si 7.944 16.569 24.564
Si 5.438 24.558 24.441
Si 8.203 22.028 24.462
Si 5.706 30.023 24.657
Si 8.161 27.393 24.179
Si 5.675 35.751 24.648
Si 8.439 32.931 24.7
Si 5.831 41.225 24.736
Si 8.316 38.435 24.874
Si 5.152 46.398 24.927
Si 8.416 43.664 24.207
Si 5.478 52.016 24.381
Si 7.87 49.152 24.484
Si 5.445 57.313 24.502
Si 8.109 54.762 24.556
Si 5.462 62.887 24.822
Si 8.364 60.301 24.713
Si 10.681 2.792 24.479
Si 13.589 0.236 24.657
Si 10.645 8.426 24.555
Si 13.492 5.845 24.352
Si 10.732 13.866 24.609
Si 13.409 11.146 24.432
Si 10.912 19.124 24.567
Si 13.551 16.457 24.299
Si 10.802 24.8 24.595
Si 13.673 21.843 24.313
Si 11.01 30.227 24.318
Si 13.584 27.524 24.419
Si 11.156 35.641 24.645
Si 13.633 32.834 24.408
Si 11.205 41.155 24.749
Si 14.011 38.222 24.957
Si 10.789 46.511 24.973
Si 13.783 44.012 24.77
Si 10.648 51.769 24.71
Si 13.662 49.303 24.669
Si 10.862 57.437 24.924
Si 13.553 54.212 24.735
Si 10.874 63.063 24.75
Si 13.574 60.175 24.842
Si 1.815 4.038 25.913
Si 3.803 1.547 25.759
Si 1.468 9.559 25.847
Si 3.704 7.419 25.77
Si 0.814 15.772 25.826
Si 4.182 12.351 25.668
Si 1.069 20.822 25.54
Si 4.159 17.849 25.79
Si 1.68 25.895 25.87
Si 3.577 23.486 25.793
Si 1.704 31.76 26.232
Si 4.785 28.287 26.075
Si 1.946 36.523 26.12
Si 4.189 34.381 25.803
Si 2.201 41.746 26.155
Si 4.415 39.584 25.68
Si 1.269 48.332 25.714
Si 3.456 45.061 26.357
Si 2.044 52.937 26.082
Si 4.104 50.602 25.567
Si 1.605 58.539 25.909
Si 3.793 56.256 25.921
Si 1.207 64.73 25.853
Si 4.665 60.89 25.985
Si 6.97 4.197 25.925
Si 9.085 1.849 26.125
Si 6.354 10.192 25.783
Si 9.615 6.73 25.955
Si 6.402 15.588 26.258
Si 9.498 12.313 25.966
Si 7.118 20.501 25.877
Si 9.116 18.089 25.892
Si 6.867 26.01 25.544
Si 9.027 23.784 25.905
Si 7.441 31.11 25.887
Si 9.478 28.874 25.367
Si 6.548 37.415 26.24
Si 9.749 34.485 26.097
Si 7.694 42.458 26.09
Si 9.633 40.038 26.086
Si 6.158 48.292 25.925
Si 9.54 44.549 26.07
Si 7.021 53.105 25.79
Si 8.896 50.58 26.007
Si 6.92 58.708 25.614
Si 8.938 56.439 26.037
Si 6.969 64.244 26.146
Si 9.325 62.068 26.276
Si 11.887 4.524 25.35
Si 15.278 1.358 25.937
Si 11.737 10.102 25.754
Si 14.976 6.977 25.82
Si 12.415 15.045 25.823
Si 14.489 12.756 25.769
Si 12.84 20.066 25.644
Si 15.006 17.869 25.443
Si 11.702 26.722 25.716
Si 15.21 22.982 25.675
Si 12.645 31.167 25.811
Si 14.913 29.003 25.662
Si 12.751 36.583 26.149
Si 14.765 34.152 25.944
Si 12.244 42.908 26.157
Si 15.257 39.714 26.46
Si 12.509 47.837 26.136
Si 14.873 45.69 26.164
Si 12.062 52.837 26.226
Si 15.321 50.569 25.935
Si 12.116 58.962 26.379
Si 14.835 55.489 26.182
Si 12.521 64.252 26.02
Si 14.755 61.934 25.907
Si 6.87 65.531 34.614
Si 4.639 1.23 33.474
Si 4.085 3.973 32.954
Si 16.364 11.685 30.975
Si 2.268 13.063 32.282
Si 6.993 9.098 28.629
Si 15.036 16.922 33.504
Si 0.266 13.725 35.606
Si 1.872 24.206 28.248
Si 5.732 21.317 28.484
Si 14.049 34.117 29.664
Si 3.277 29.867 28.216
Si 16.143 32.874 28.21
Si 1.818 36.995 29.219
Si 16.299 40.308 29.171
Si 4.281 43.312 31.421
Si 2.794 43.445 28.666
Si 0.753 50.065 30.928
Si 3.313 54.41 28.331
Si 14.998 55.013 29.161
Si 1.579 59.206 28.789
Si 14.283 61.466 28.747
Si 3.124 65.354 28.145
Si 5.674 6.276 28.002
Si 1.56 4.798 28.932
Si 12.283 4.314 28.269
Si 2.148 13.78 27.604
Si 11.697 12.255 29.871
Si 3.07 19.907 27.83
Si 6.712 23.284 30.775
Si 6.53 24.921 33.174
Si 10.44 23.49 28.469
Si 14.9 29.754 33.253
Si 6.197 33.043 27.947
Si 7.952 35.682 28.24
Si 4.328 32.058 30.163
Si 9.351 37.089 30.527
Si 9.707 41.567 31.691
Si 8.97 44.431 31.602
Si 8.41 47.061 30.649
Si 14.577 53.812 31.766
Si 9.707 53.819 31.104
Si 10.502 54.95 28.195
Si 4.269 60.618 29.019
Si 4.575 63.341 29.846
Si 12.179 65.329 29.056
Si 10.284 3.527 30.165
Si 14.852 8.153 28.587
Si 10.017 6.168 29.004
Si 10.569 14.699 30.128
Si 10.837 16.797 28.008
Si 12.521 21.456 28.415
Si 15.157 24.254 28.295
Si 13.398 24.826 30.65
Si 15.195 27.401 28.209
Si 14.959 31.459 30.485
Si 16.147 38.117 31.059
Si 11.199 38.35 28.341
Si 12.568 39.494 33.489
Si 11.523 36.539 32.889
Si 15.033 50.09 28.879
Si 12.182 50.288 28.124
Si 10.285 50.927 30.518
Si 12.929 56.821 28.089
Si 11.166 61.053 28.326
Si 14.541 64.132 30.34
Si 0.813 3.562 35.79
Si 15.349 1.111 35.375
Si 5.042 5.969 30.901
Si 3.883 13.75 29.955
Si 1.645 8.768 35.65
Si 0.018 11.566 27.755
Si 0.387 20.459 31.501
Si 14.269 17.204 36.292
Si 8.396 25.695 31
Si 7.923 24.099 35.733
Si 1.27 28.253 29.888
Si 2.782 34.515 30.742
Si 4.473 33.418 32.653
Si 4.791 34.023 35.423
Si 14.367 35.876 32.002
Si 0.889 45.473 28.089
Si 6.208 46.604 34.8
Si 7.779 48.76 28.315
Si 0.966 48.654 33.705
Si 0.595 56.927 30.27
Si 5.382 56.683 32.36
Si 15.697 59.615 30.511
Si 1.56 3.904 31.682
Si 2.171 6.765 31.032
Si 7.312 6.359 32.817
Si 8.648 2.081 35.726
Si 10.777 8.852 35.222
Si 6.034 11.451 30.214
Si 7.379 18.276 32.763
Si 10.644 23.822 31.304
Si 6.831 15.333 32.31
Si 9.586 21.664 35.242
Si 11.416 26.268 28.645
Si 9.324 26.88 35.994
Si 10.396 30.769 30.156
Si 11.506 32.82 28.234
Si 12.119 40.273 30.435
Si 4.705 41.226 35.373
Si 6.266 45.606 31.963
Si 7.061 50.815 30.242
Si 10.511 56.563 32.364
Si 10.342 53.075 35.651
Si 4.861 60.658 33.82
Si 11.174 60.656 31.429
Si 3.035 64.35 37.278
Si 14.718 1.205 29.042
Si 15.047 5.217 28.261
Si 12.384 9.749 28.708
Si 9.714 8.854 30.25
Si 9.419 10.557 32.976
Si 11.858 18.99 29.679
Si 3.039 20.044 30.8
Si 2.07 22.814 30.958
Si 2.656 24.57 33.358
Si 1.941 31.932 33.518
Si 13.599 27.302 32.157
Si 2.198 39.438 30.828
Si 13.88 41.579 28.361
Si 14.058 41.214 35.175
Si 14.035 45.256 34.301
Si 0.932 48.302 28.653
Si 10.485 48.523 32.391
Si 13.488 56.58 32.644
Si 8.729 58.889 32.166
Si 13.887 59.586 32.631
Si 9.383 0.878 29.228
Si 15.146 3.385 31.313
Si 12.48 4.192 32.408
Si 6.603 65.073 29.179
Si 13.466 7.979 36.353
Si 14.648 6.188 32.081
Si 16.393 12.814 38.351
Si 3.662 10.195 37.11
Si 6.926 17.715 35.494
Si 5.843 18.885 30.381
Si 3.468 23.522 35.952
Si 0.581 16.631 35.664
Si 3.117 27.301 32.088
Si 1.209 23.555 37.833
Si 2.062 35.445 35.508
Si 3.051 31.382 36.228
Si 4.924 40.509 32.27
Si 1.442 45.942 35.303
Si 3.724 39.729 37.888
Si 12.755 52.79 34.037
Si 5.962 53.393 28.683
Si 1.173 52.76 32.306
Si 14.706 64.165 33.49
Si 6.667 54.308 31.259
Si 10.989 3.615 35.096
Si 4.064 0.203 30.718
Si 16.225 8.656 31.003
Si 9.282 6.076 34.742
Si 8.831 12.642 29.083
Si 5.977 13.804 34.728
Si 11.025 13.74 35.45
Si 2.681 26.297 35.616
Si 10.26 19.04 32.278
Si 4.354 29.163 38.062
Si 9.842 29.834 32.876
Si 0.557 34.404 33
Si 12.672 30.998 37.839
Si 7.665 39.185 32.336
Si 7.312 35.589 36.546
Si 7.44 41.115 36.933
Si 6.742 45.115 37.167
Si 5.634 51.952 32.726
Si 6.119 49.297 36.179
Si 2.713 55.381 31.318
Si 6.62 58.294 34.531
Si 9.569 65.188 37.281
Si 5.942 59.478 31.12
Si 4.74 0.878 36.401
Si 6.301 5.792 35.297
Si 16.041 6.49 34.932
Si 11.134 13.032 32.507
Si 8.517 9.417 37.116
Si 8.944 21.762 32.421
Si 14.336 20.058 30.086
Si 11.97 20.1 34.672
Si 14.418 19.869 32.877
Si 9.533 28.209 30.291
Si 13.748 25.546 36.37
Si 11.951 26.864 34.505
Si 9.903 36.136 35.415
Si 9.06 46.398 35.761
Si 14.653 48.094 34.751
Si 7.378 51.874 35.281
Si 11.115 45.758 33.407
Si 14.006 54.507 36.355
Si 12.403 52.634 38.008
Si 9.329 63.689 34.712
Si 3.603 4.91 35.58
Si 4.831 62.456 36.016
Si 3.284 6.161 38.14
Si 0.913 9.941 38.209
Si 4.903 15.845 36.781
Si 2.288 17.125 37.838
Si 0.134 26.234 37.116
Si 6.044 22.254 37.194
Si 14.306 33.636 37.47
Si 6.809 30.965 37.772
Si 1.706 37.258 37.864
Si 1.175 29.432 32.578
Si 13.66 46.533 36.94
Si 1.793 47.895 37.848
Si 2.759 43.477 34.228
Si 13.201 57.087 35.635
Si 14.24 59.797 35.661
Si 2.804 51.178 34.201
Si 0.07 64.537 37.313
Si 16.245 62.15 35.514
Si 6.667 2.943 37.748
Si 12.184 60.983 37.844
Si 6.286 11.015 33.405
Si 6.518 8.53 34.739
Si 8.49 15.127 34.562
Si 6.036 15.787 29.411
Si 7.949 19.993 37.144
Si 5.08 27.533 34.082
Si 13.335 19.795 37.164
Si 13.187 29.206 29.664
Si 7.574 29.382 35.107
Si 7.907 38.308 35.413
Si 11.808 35.102 37.679
Si 11.42 41.927 34.269
Si 12.392 40.492 37.782
Si 6.928 47.811 38.506
Si 6.983 52.912 38.157
Si 10.444 58.082 35.216
Si 8.064 57.348 37.073
Si 6.834 63.716 38.138
Si 10.446 61.2 35.393
Si 12.807 5.47 37.805
Si 13.16 2.815 36.885
Si 9.537 12.159 37.709
Si 1.373 3.774 38.663
Si 12.35 15.314 37.767
Si 15.916 14.079 32.795
Si 2.395 11.515 34.899
Si 13.157 22.788 37.765
Si 12.348 29.798 34.964
Si 11.528 26.45 38.231
Si 10.213 42.475 36.915
Si 0.751 33.119 37.2
Si 16.191 43.434 34.744
Si 11.078 48.217 37.148
Si 11.989 49.731 34.698
Si 9.139 54.84 37.64
Si 3.358 50.565 37.115
Si 15.95 56.12 37.737
Si 1.428 58.561 37.776
Si 11.705 62.964 33.308
Si 2.605 60.642 35.658
O 15.227 1.228 39.724
O 0.139 64.666 38.926
O 4.229 1.086 39.922
O 0.338 4.657 39.521
O 1.962 2.375 39.232
O 15.202 5.021 31.079
O 2.441 7.4 38.747
O 0.811 9.131 39.643
O 0.626 8.985 36.917
O 13.168 14.428 38.846
O 3.898 12.322 39.493
O 1.134 16.436 38.8
O 1.477 13.361 38.795
O 16.362 11.216 38.072
O 2.996 18.334 38.694
O 1.54 20.403 39.501
O 14.496 18.813 36.534
O 3.537 25.117 36.398
O 4.067 23.23 39.725
O 2.042 24.509 38.879
O 15.099 28.571 40.027
O 0 26.829 38.615
O 1.368 31.121 39.786
O 3.153 29.267 39.136
O 0.478 33.298 38.777
O 15.648 33.385 36.551
O 2.341 36.036 38.746
O 4.21 34.171 39.224
O 15.071 39.691 39.401
O 0.258 37.71 38.498
O 1.235 42.649 39.491
O 3.102 41.072 38.563
O 13.997 46.292 38.483
O 15.58 44.599 39.488
O 4.161 45.119 39.466
O 2.74 47.257 39.001
O 0.417 48.346 38.61
O 2.444 49.219 37.175
O 3.018 51.558 38.38
O 4.334 50.34 0.054
O 14.457 58.156 35.796
O 0.238 54.986 38.704
O 2.595 57.994 38.778
O 13.664 60.082 34.154
O 2.03 59.35 36.469
O 0.473 59.566 38.652
O 3.026 63.402 38.622
O 15.901 63.079 36.827
O 5.85 64.754 38.942
O 10.104 64.398 35.96
O 9.597 1.262 39.924
O 7.394 1.981 38.838
O 6.375 4.282 38.627
O 4.764 6.266 38.799
O 8.1 8.514 38.406
O 7.525 9.112 35.864
O 2.911 12.251 33.547
O 4.986 10.28 38.088
O 10.02 14.937 34.993
O 7.021 14.8 39.933
O 7.527 13.995 35.238
O 5.776 15.951 38.146
O 8.19 20.01 38.749
O 9.687 17.901 39.482
O 7.533 18.463 36.793
O 5.944 21.865 38.757
O 8.965 23.952 38.864
O 6.87 25.882 39.277
O 7.12 30.594 36.157
O 4.891 27.583 38.264
O 8.199 30.68 38.565
O 9.856 28.478 31.912
O 6.183 32.42 38.306
O 4.559 27.963 32.564
O 7.856 35.424 38.083
O 10.923 35.968 36.66
O 6.716 37.236 39.377
O 7.334 40.971 38.563
O 9.557 39.654 39.406
O 6.119 41.655 36.102
O 5.914 45.271 35.737
O 8.357 45.236 36.735
O 8.31 47.506 39.271
O 5.823 48.432 39.47
O 6.667 52.068 29.293
O 7.127 51.638 39.165
O 9.483 50.439 39.695
O 5.872 53.972 38.713
O 4.187 55.965 39.413
O 8.186 58.001 38.536
O 9.497 57.48 36.351
O 6.375 59.216 39.69
O 4.411 61.295 39.68
O 9.583 61.352 39.776
O 7.392 62.62 39.187
O 12.83 62.279 38.651
O 11.649 61.824 34.477
O 13.283 2.391 38.455
O 13.498 4.411 36.767
O 11.467 4.939 38.593
O 9.685 6.675 39.4
O 13.991 8.996 37.528
O 12.206 9.516 39.431
O 10.72 11.612 38.698
O 8.769 13.39 38.467
O 14.706 10.028 40.035
O 15.297 12.99 39.53
O 11.013 15.871 38.516
O 15.242 17.842 39.428
O 15.604 13.646 34.354
O 11.487 22.77 37.866
O 13.117 19.42 38.731
O 13.742 22.958 39.295
O 0.293 22.452 38.609
O 11.777 27.573 39.339
O 9.6 28.814 39.688
O 12.929 26.41 37.455
O 10.215 26.817 37.344
O 11.493 31.515 38.844
O 10.85 34.018 38.485
O 14.607 34.521 38.828
O 12.494 36.087 38.819
O 13.045 41.401 38.994
O 13.521 40.602 36.594
O 10.977 41.085 37.265
O 10.646 43.529 38.09
O 9.621 45.294 39.625
O 12.115 47.004 36.866
O 11.531 49.524 36.253
O 11.115 48.606 38.728
O 13.076 51.266 38.552
O 15.192 50.208 39.48
O 13.21 56.298 34.211
O 11.675 53.309 39.29
O 14.682 56.87 38.508
O 15.188 55.815 0.691
O 11.934 58.061 35.832
O 11.651 59.873 38.943
O 10.886 61.39 36.944
O 15.052 61.252 39.572
O 5.104 2.803 33.465
O 5.049 5.609 29.333
O 4.019 0.717 27.18
O 2.889 0.503 29.6
O 3.507 13.305 26.843
O 15.992 10.185 31.549
O 2.618 8.499 26.445
O 4.696 4.546 31.584
O 1.638 15.272 27.185
O 16.044 16.889 26.372
O 0.743 10.204 27.197
O 5.901 9.979 29.501
O 16.31 21.83 26.143
O 1.805 20.31 26.914
O 3.691 18.527 27.228
O 2.491 19.639 29.322
O 2.958 23.358 27.355
O 1.854 25.716 27.564
O 5.816 23.998 31.989
O 2.674 24.741 25.204
O 2.862 30.844 26.976
O 1.178 32.805 27.445
O 5.895 27.06 26.443
O 4.347 28.807 27.587
O 2.699 38.269 29.788
O 1.53 37.085 27.626
O 4.98 33.551 26.992
O 3.114 35.414 26.536
O 2.085 42.32 27.707
O 1.494 44.341 29.08
O 5.363 38.558 26.623
O 3.293 40.518 26.51
O 15.789 45.18 27.482
O 3.929 44.262 27.759
O 1.93 45.635 26.789
O 2.973 55.173 29.728
O 2.003 53.762 27.559
O 5.121 49.555 26.429
O 3.022 51.593 26.405
O 0.711 60.118 29.859
O 1.182 59.476 27.236
O 8.116 53.564 31.4
O 2.776 57.468 26.42
O 1.759 64.83 27.423
O 4.03 64.214 31.118
O 4.259 61.28 27.543
O 3.125 59.494 29.143
O 4.463 6.784 27.067
O 6.498 5.107 27.224
O 9.48 1.231 27.626
O 8.049 3.087 26.535
O 9.336 6.803 27.639
O 7.165 9.657 27.116
O 11.406 3.19 29.031
O 10.767 5.571 25.929
O 6.726 15.441 27.951
O 5.126 16.62 26.304
O 8.771 12.675 27.445
O 10.68 11.23 26.378
O 5.904 22.576 29.543
O 4.204 21.082 27.945
O 8.153 19.326 26.493
O 9.478 17.059 27.153
O 10.298 25.108 28.383
O 7.929 24.986 26.385
O 9.505 22.923 27.267
O 11.999 22.998 28.347
O 6.88 31.701 27.326
O 8.535 29.887 26.346
O 10.494 27.822 26.18
O 6.904 36.856 27.773
O 7.297 34.202 28.166
O 12.678 33.798 28.83
O 10.55 33.657 27.251
O 9.008 42.897 31.046
O 9.944 37.843 29.227
O 12.219 38.982 29.45
O 10.577 39.447 27.31
O 9.082 45.576 30.441
O 6.917 47.81 27.313
O 10.902 43.762 26.639
O 8.193 43.88 26.973
O 6.352 54.628 29.69
O 6.442 53.762 27.186
O 6.72 49.505 29.339
O 8.8 49.733 27.461
O 7.843 57.631 26.555
O 5.813 59.711 26.382
O 9.222 55.554 27.404
O 11.494 56.2 28.503
O 3.974 64 28.471
O 6.534 65.052 27.539
O 10.016 62.1 27.811
O 8.032 63.056 26.576
O 12.45 3.843 26.732
O 13.831 4.249 28.737
O 16.306 0.09 25.844
O 15.183 1.672 27.559
O 12.255 9.374 27.145
O 2.127 4.658 27.432
O 14.813 8.213 26.955
O 11.872 15.899 27.13
O 13.471 13.906 26.444
O 16.205 8.648 29.361
O 14.988 11.797 27.026
O 12.27 20.866 26.942
O 11.594 20.598 29.48
O 14.001 18.973 26.247
O 14.062 21.236 28.973
O 14.496 23.989 29.783
O 12.218 26.389 27.24
O 0.303 23.746 28.249
O 14.425 23.445 27.079
O 16.248 31.833 29.504
O 14.218 30.43 29.495
O 13.736 30.012 26.276
O 15.7 28.166 26.868
O 11.991 37.181 27.511
O 15.441 39.345 30.22
O 15.099 32.801 26.923
O 13.793 35.358 26.648
O 13.188 42.798 27.538
O 12.025 37.974 33.471
O 13.007 41.428 29.727
O 13.908 40.348 27.249
O 13.439 50.003 29.136
O 15.307 51.025 27.561
O 13.672 46.74 26.706
O 1.812 48.385 27.29
O 12.572 51.477 27.052
O 11.308 53.858 27.289
O 0.015 49.366 25.762
O 11.896 48.859 27.335
O 12.7 61.626 28.362
O 11.005 59.978 27.083
O 15.279 54.661 27.586
O 13.493 56.367 26.624
O 13.792 63.231 26.281
O 12.055 64.725 27.544
O 14.845 62.655 29.728
O 15.212 61.42 27.413
O 3.785 0.981 32.107
O 13.713 3.147 32.076
O 3.723 0.205 37.462
O 0.162 3.166 32.115
O 16.378 4.515 28.793
O 1.592 5.534 31.96
O 1.909 6.308 29.477
O 15.484 12.888 31.726
O 2.45 13.65 29.193
O 9.824 7.22 30.248
O 2.453 10.469 38.171
O 5.178 11.215 26.413
O 15.939 20.498 32.911
O 1.266 12.457 35.57
O 4.38 19.177 31.082
O 5.965 17.391 29.731
O 10.066 23.024 29.99
O 0.687 21.938 30.855
O 7.175 23.92 34.283
O 9.292 23.197 35.724
O 14.993 25.826 27.923
O 16.389 27.436 29.328
O 1.896 29.144 28.691
O 0.57 29.111 31.097
O 0.372 37.019 30.009
O 13.97 35.522 30.459
O 2.665 35.655 29.604
O 4.128 34.724 31.7
O 1.056 38.771 31.843
O 1.36 40.543 29.905
O 3.489 42.954 30.045
O 3.471 40.021 31.659
O 2.722 44.995 34.864
O 15.964 49.031 34.481
O 0.635 48.948 32.121
O 15.741 48.66 28.5
O 4.346 53.189 28.675
O 6.671 52.552 36.59
O 14.467 53.762 30.113
O 16.394 55.486 29.84
O 2.128 53.995 31.915
O 1.626 56.602 31.496
O 15.852 57.999 30.692
O 14.498 60.03 29.495
O 2.582 2.595 26.078
O 6.219 63.544 29.725
O 1.996 3.716 30.099
O 6.562 6.453 31.365
O 12.084 3.798 33.924
O 3.795 7.011 31.249
O 7.323 7.871 33.46
O 7.908 5.949 35.687
O 16.191 11.669 29.365
O 1.535 11.95 31.341
O 10.125 11.78 29.639
O 10.633 16.185 29.516
O 3.512 13.794 31.543
O 6.88 18.777 34.239
O 6.652 21.481 27.153
O 7.653 22.173 31.528
O 9.982 25.327 31.256
O 7.698 25.819 32.467
O 12.283 23.884 31.422
O 8.249 25.669 35.967
O 8.294 27.139 30.242
O 12.532 25.774 29.689
O 3.927 30.617 29.529
O 5.61 32.661 29.397
O 10.523 32.204 29.408
O 9.029 35.701 26.989
O 3.009 33.043 30.053
O 8.507 35.881 29.79
O 8.559 41.164 26.723
O 4.048 40.093 36.334
O 10.743 42.141 32.814
O 10.558 40.765 30.556
O 7.544 44.661 32.388
O 5.528 48.007 35.331
O 8.715 47.827 29.261
O 9.01 47.956 31.914
O 12.063 56.66 31.849
O 6.271 50.832 31.689
O 8.037 51.943 26.377
O 4.204 51.409 33.336
O 9.959 54.307 29.579
O 12.804 58.421 27.829
O 5.358 57.974 31.37
O 5.637 59.938 29.589
O 7.743 1.271 34.66
O 3.994 61.858 30.046
O 13.088 1.079 29.013
O 8.082 65.584 29.609
O 10.382 5.091 35.42
O 9.367 4.781 29.625
O 13.67 8.987 29.295
O 11.107 9.305 29.579
O 8.425 9.272 29.369
O 12.661 11.338 28.973
O 11.764 13.819 29.395
O 6.741 15.027 30.714
O 11.373 18.291 28.307
O 14.569 18.238 32.66
O 13.487 18.713 29.711
O 11.138 18.455 31.041
O 2.318 23.954 29.813
O 3.287 21.683 30.947
O 14.66 28.132 33.071
O 14.201 25.861 31.653
O 13.757 28.117 28.589
O 0.559 32.834 33.546
O 11.753 29.965 29.731
O 14.169 32.868 30.733
O 15.495 34.243 28.871
O 15.033 37.388 32.011
O 12.929 35.732 32.749
O 12.676 39.967 31.93
O 10.594 36.628 31.526
O 15.452 41.693 28.889
O 14.033 39.879 34.167
O 8.329 38.034 31.386
O 15.702 50.531 30.311
O 0.926 46.75 29.108
O 10.961 49.655 31.307
O 10.225 44.711 32.571
O 14.482 55.406 32.133
O 10.964 50.878 29.036
O 15.234 60.263 31.956
O 10.125 54.991 32.167
O 10.814 60.546 29.841
O 5.209 62.148 34.437
O 12.919 64.358 30.161
O 15.295 65.333 29.5
O 2.473 3.697 35.652
O 2.649 3.241 32.675
O 3.723 5.205 33.983
O 15.309 5.553 26.667
O 15.449 6.115 33.48
O 15.663 0.174 36.667
O 7.475 12.069 29.765
O 4.53 15.15 29.432
O 1.677 10.054 34.606
O 3.642 11.354 35.944
O 0.95 12.776 27.218
O 1.155 14.202 32.68
O 1.611 17.645 36.414
O 1.152 15.104 35.495
O 7.617 24.52 30.159
O 5.014 14.435 35.904
O 0.103 17.21 34.204
O 5.461 17.052 35.797
O 6.938 23.588 36.915
O 1.83 25.495 34.431
O 2.561 27.437 30.548
O 3.564 23.565 34.298
O 2.398 31.025 34.777
O 3.052 33.089 33.365
O 1.388 34.521 31.599
O 5.45 33.727 33.918
O 15.422 34.855 32.711
O 3.672 35.229 35.269
O 2.621 38.57 37.964
O 1.214 42.89 34.14
O 3.278 43.519 32.689
O 7.511 38.627 33.859
O 4.91 50.069 36.938
O 3.724 42.53 35.155
O 5.145 44.685 31.224
O 5.636 46.277 33.313
O 10.516 52.388 31.272
O 1.478 51.462 31.345
O 2.233 49.638 34.045
O 15.998 53.183 32.276
O 13.985 56.305 29.218
O 4.022 55.83 32.172
O 6.674 55.73 32.044
O 1.364 57.602 29.007
O 15.059 64.2 31.891
O 6.004 65.493 36.004
O 3.816 63.713 35.998
O 3.944 1.083 34.958
O 11.615 2.785 36.35
O 11.127 3.941 31.516
O 8.835 5.79 33.147
O 6.562 7.542 28.508
O 6.34 5.382 33.707
O 5.235 4.746 36.009
O 8.316 15 32.926
O 10.419 10.04 34.153
O 12.12 12.198 31.473
O 3.196 8.81 36.289
O 6.926 19.248 31.55
O 9.102 14.141 29.667
O 5.751 14.578 33.288
O 10.002 23.015 32.557
O 6.173 19.929 29.198
O 8.595 21.345 33.961
O 9.697 20.48 31.77
O 5.634 25.994 33.998
O 10.703 27.558 29.339
O 11.154 21.516 34.785
O 8.518 28.293 35.893
O 10.101 31.039 31.766
O 11.087 29.954 33.933
O 14.945 30.753 31.956
O 12.111 30.62 36.349
O 12.127 31.632 27.312
O 4.841 32.102 31.74
O 11.417 40.274 34.383
O 8.593 40.54 32.314
O 5.233 42.02 31.731
O 8.614 42.228 36.741
O 8.673 50.758 30.484
O 7.831 46.885 34.782
O 7.003 50.282 35.224
O 6.814 46.796 30.974
O 9.006 52.167 35.308
O 10.424 57.11 33.907
O 7.84 55.754 37.306
O 5.598 57.183 33.897
O 7.961 58.485 33.583
O 9.886 60.054 32.261
O 5.243 60.483 32.239
O 10.362 63.904 33.454
O 10.698 0.01 29.634
O 5.858 0.135 33.354
O 0.129 2.247 35.037
O 15.219 2.315 30.108
O 14.998 7.698 31.552
O 2.71 4.696 38.532
O 11.592 5.773 28.639
O 14.643 6.604 28.977
O 9.558 9.494 31.741
O 12.423 8.745 35.32
O 7.881 10.696 33.477
O 5.569 9.692 34.08
O 15.17 15.546 32.583
O 6.543 16.911 32.5
O 13.716 20.524 31.55
O 13.51 20.318 34.145
O 1.849 23.576 32.382
O 0.257 24.617 37.079
O 15.165 26.362 36.211
O 12.884 25.608 34.978
O 1.98 30.84 32.309
O 0.063 29.764 33.744
O 13.213 28.388 31.046
O 1.229 35.404 34.105
O 16.368 39.504 27.721
O 10.633 35.772 34.011
O 14.724 46.694 33.897
O 4.898 40.53 33.903
O 15.039 44.074 33.756
O 10.647 49.33 33.819
O 12.575 45.083 33.608
O 1.607 49.316 29.746
O 14.212 58.007 32.626
O 11.371 47.156 32.573
O 5.485 53.327 31.851
O 11.225 53.353 34.294
O 5.849 59.698 34.671
O 15.475 55.224 36.418
O 12.518 59.797 31.783
O 9.113 62.096 35.061
O 5.518 0.468 29.946
O 15.021 0.059 34.13
O 13.979 5.758 38.875
O 14.025 1.954 35.813
O 1.558 64.625 36.708
O 6.095 62.811 36.974
O 5.334 2.224 37.114
O 3.126 6.159 36.503
O 14.801 7.265 35.697
O 0.977 7.475 34.88
O 1.799 19.675 31.809
O 13.137 16.653 37.294
O 3.373 16.038 37.293
O 1.478 26.972 36.492
O 6.75 20.937 36.558
O 15.672 16.467 36.624
O 13.399 29.756 38.579
O 1.7 31.783 37.077
O 3.321 25.704 32.381
O 2.118 22.882 36.633
O 1.649 34.236 36.485
O 1.668 36.826 36.281
O 3.776 30.001 36.741
O 2.021 28.112 33.019
O 14.613 47.733 36.346
O 15.46 42.076 35.389
O 1.576 46.759 36.698
O 0.25 44.811 35.58
O 6.154 39.538 31.799
O 9.43 37.704 35.412
O 3.046 51.44 35.779
O 13.335 53.028 32.516
O 1.292 47.082 34.097
O 13.805 53.589 35.013
O 1.638 52.25 33.783
O 1.448 61.791 35.395
O 15.627 63.004 34.23
O 3.284 60.289 34.178
O 15.613 60.661 35.713
O 9.694 2.743 34.667
O 9.366 1.131 36.831
O 9.346 2.198 30.235
O 7.832 64.252 34.398
O 1.315 8.1 31.432
O 4.857 12.457 29.704
O 7.75 3.194 36.531
O 10.039 7.505 34.694
O 5.893 11.284 31.843
O 9.793 12.102 32.611
O 5.819 12.228 34.381
O 8.012 16.579 35.083
O 11.709 13.215 34.035
O 8.999 18.07 32.657
O 3.781 27.414 35.106
O 4.637 22.539 36.458
O 9.294 20.543 36.39
O 11.187 19.122 33.625
O 12.195 26.987 32.914
O 5.732 29.931 38.412
O 6.203 28.606 34.591
O 8.457 29.915 33.794
O 6.027 34.62 36.298
O 4.134 32.642 36.064
O 10.348 26.675 34.727
O 13.758 30.313 34.278
O 5.012 39.161 38.725
O 6.943 37.147 36.085
O 10.659 42.844 35.377
O 6.278 46.432 37.99
O 8.591 35.168 35.586
O 6.292 43.927 38.228
O 8.529 53.458 38.225
O 7.209 48.811 37.274
O 6.687 52.412 33.904
O 7.569 59.472 31.195
O 4.1 55.481 27.361
O 10.126 55.428 38.805
O 6.93 57.895 36.07
O 8.116 64.557 37.623
O 3.885 61.205 36.543
O 11.538 62.199 31.866
O 10.109 59.658 35.005
O 0.139 5.027 35.476
O 13.054 5.751 32.301
O 5.664 7.308 35.431
O 10.087 9.172 36.674
O 0.539 3.305 37.358
O 12.482 6.834 36.983
O 12.118 14.384 36.45
O 10.815 14.477 31.752
O 8.412 11.001 37.478
O 15.88 13.608 37.02
O 13.928 16.808 34.72
O 10.201 12.595 36.272
O 12.047 19.475 36.184
O 11.353 25.063 39.05
O 15.909 19.711 30.321
O 12.46 28.205 35.296
O 9.198 29.71 29.69
O 13.777 23.98 36.822
O 13.668 21.392 37.086
O 13.02 34.402 36.785
O 13.82 32.135 37.8
O 13.827 45.229 35.944
O 7.847 39.673 36.277
O 9.629 47.635 36.66
O 13.251 48.78 34.308
O 9.906 54.535 36.228
O 10.31 45.944 34.819
O 12.603 51.207 34.375
O 9.468 57.543 31.558
O 12.997 55.788 36.601
O 11.333 52.399 36.785
O 13.705 53.535 37.612
O 13.291 60.329 36.853
O 13.098 63.796 33.534
O 0.599 57.256 37.242
O 11.976 39.004 38.397
O 10.653 65.023 38.497
O 13.012 42.285 34.465
Si 16.347 65.467 5.545
Si 2.707 2.609 5.502
Si 16.368 5.383 5.409
Si 2.756 8.085 5.432
Si 16.388 10.936 5.462
Si 2.766 13.62 5.375
Si 0.033 16.401 5.388
Si 2.814 19.064 5.388
Si 0.061 21.86 5.48
Si 2.778 24.603 5.422
Si 0.06 27.326 5.394
Si 2.791 30.088 5.377
Si 0.069 32.845 5.35
Si 2.795 35.598 5.342
Si 0.073 38.241 5.397
Si 2.835 40.96 5.426
Si 0.08 43.667 5.429
Si 2.799 46.4 5.54
Si 0.004 49.141 5.558
Si 2.747 51.854 5.539
Si 0.011 54.558 5.467
Si 2.743 57.295 5.534
Si 16.385 60.026 5.576
Si 2.696 62.719 5.6
Si 5.443 65.527 5.597
Si 8.207 2.64 5.476
Si 5.47 5.406 5.431
Si 8.177 8.127 5.325
Si 5.481 10.846 5.311
Si 8.192 13.604 5.259
Si 5.503 16.334 5.306
Si 8.22 19.131 5.336
Si 5.518 21.854 5.382
Si 8.171 24.672 5.449
Si 5.468 27.431 5.416
Si 8.222 30.175 5.374
Si 5.562 32.833 5.361
Si 8.277 35.58 5.365
Si 5.543 38.298 5.315
Si 8.265 40.956 5.386
Si 5.584 43.653 5.527
Si 8.353 46.345 5.521
Si 5.502 49.15 5.537
Si 8.255 51.903 5.513
Si 5.501 54.594 5.596
Si 8.25 57.261 5.56
Si 5.445 60.006 5.591
Si 8.226 62.726 5.634
Si 10.911 65.526 5.568
Si 13.622 2.576 5.506
Si 10.86 5.381 5.443
Si 13.636 8.139 5.439
Si 10.901 10.899 5.314
Si 13.629 13.707 5.478
Si 10.918 16.395 5.342
Si 13.675 19.191 5.411
Si 10.96 21.903 5.349
Si 13.666 24.567 5.396
Si 10.924 27.372 5.335
Si 13.705 30.091 5.396
Si 10.961 32.918 5.358
Si 13.722 35.536 5.337
Si 10.998 38.26 5.35
Si 13.727 40.952 5.403
Si 10.985 43.676 5.463
Si 13.782 46.348 5.525
Si 11.052 49.105 5.523
Si 13.725 51.825 5.452
Si 10.961 54.58 5.48
Si 13.692 57.242 5.459
Si 10.987 59.989 5.563
Si 13.697 62.73 5.543
Si 1.327 1.258 6.875
Si 4.09 4.032 6.809
Si 1.348 6.745 6.787
Si 4.114 9.516 6.74
Si 1.384 12.294 6.78
Si 4.13 15.007 6.714
Si 1.403 17.751 6.759
Si 4.139 20.49 6.738
Si 1.41 23.262 6.801
Si 4.122 26.023 6.759
Si 1.412 28.733 6.746
Si 4.16 31.487 6.725
Si 1.435 34.22 6.718
Si 4.174 36.946 6.717
Si 1.437 39.611 6.773
Si 4.176 42.304 6.84
Si 1.412 45.029 6.858
Si 4.145 47.782 6.905
Si 1.382 50.503 6.91
Si 4.11 53.222 6.915
Si 1.358 55.93 6.874
Si 4.081 58.649 6.946
Si 1.334 61.38 6.964
Si 4.063 64.139 6.927
Si 6.835 1.309 6.892
Si 9.528 4.034 6.847
Si 6.834 6.79 6.768
Si 9.537 9.52 6.696
Si 6.837 12.247 6.669
Si 9.534 14.999 6.67
Si 6.85 17.738 6.683
Si 9.586 20.514 6.704
Si 6.837 23.255 6.769
Si 9.572 26.043 6.757
Si 6.86 28.8 6.749
Si 9.61 31.531 6.73
Si 6.911 34.211 6.732
Si 9.634 36.931 6.751
Si 6.888 39.619 6.758
Si 9.613 42.307 6.805
Si 6.939 45.028 6.881
Si 9.663 47.761 6.886
Si 6.881 50.529 6.881
Si 9.61 53.248 6.898
Si 6.869 55.948 6.95
Si 9.59 58.655 6.924
Si 6.817 61.379 6.954
Si 9.566 64.152 6.945
Si 12.277 1.269 6.923
Si 15 4.017 6.803
Si 12.248 6.766 6.785
Si 15.007 9.535 6.784
Si 12.242 12.269 6.737
Si 15.046 15.066 6.776
Si 12.28 17.785 6.719
Si 15.054 20.513 6.797
Si 12.295 23.244 6.772
Si 15.048 25.979 6.738
Si 12.307 28.731 6.726
Si 15.09 31.483 6.727
Si 12.355 34.223 6.747
Si 15.082 36.892 6.739
Si 12.357 39.6 6.766
Si 15.097 42.311 6.79
Si 12.359 45.022 6.854
Si 15.078 47.753 6.911
Si 12.381 50.496 6.884
Si 15.055 53.206 6.852
Si 12.319 55.931 6.868
Si 15.008 58.635 6.883
Si 12.327 61.386 6.922
Si 15.005 64.122 6.932
Si 16.364 2.667 8.203
Si 2.697 65.53 8.264
Si 16.382 8.152 8.131
Si 2.711 5.397 8.17
Si 16.402 13.671 8.121
Si 2.744 10.894 8.111
Si 0.031 19.133 8.12
Si 2.765 16.375 8.101
Si 0.019 24.641 8.126
Si 2.781 21.873 8.118
Si 0.052 30.124 8.101
Si 2.767 27.388 8.131
Si 0.062 35.555 8.113
Si 2.798 32.859 8.094
Si 0.075 40.969 8.16
Si 2.814 38.27 8.139
Si 0.062 46.398 8.247
Si 2.805 43.676 8.205
Si 0.021 51.88 8.262
Si 2.766 49.144 8.265
Si 16.4 57.302 8.256
Si 2.737 54.597 8.268
Si 16.383 62.78 8.302
Si 2.722 60.029 8.308
Si 5.446 2.689 8.217
Si 8.184 65.543 8.27
Si 5.461 8.16 8.129
Si 8.163 5.426 8.18
Si 5.484 13.624 8.067
Si 8.183 10.897 8.076
Si 5.505 19.119 8.082
Si 8.198 16.378 8.064
Si 5.486 24.65 8.119
Si 8.231 21.889 8.093
Si 5.508 30.15 8.129
Si 8.221 27.425 8.114
Si 5.535 35.577 8.098
Si 8.263 32.872 8.13
Si 5.552 40.957 8.187
Si 8.263 38.275 8.135
Si 5.546 46.409 8.228
Si 8.289 43.662 8.23
Si 5.501 51.872 8.268
Si 8.262 49.143 8.225
Si 5.482 57.314 8.3
Si 8.242 54.589 8.294
Si 5.449 62.784 8.286
Si 8.212 60.028 8.292
Si 10.901 2.681 8.23
Si 13.644 65.515 8.278
Si 10.885 8.167 8.118
Si 13.629 5.407 8.158
Si 10.888 13.657 8.082
Si 13.619 10.914 8.117
Si 10.927 19.15 8.092
Si 13.654 16.434 8.102
Si 10.943 24.66 8.107
Si 13.677 21.893 8.132
Si 10.969 30.138 8.089
Si 13.693 27.38 8.093
Si 11.003 35.585 8.131
Si 13.723 32.848 8.103
Si 11.002 40.959 8.16
Si 13.739 38.259 8.135
Si 11.02 46.399 8.245
Si 13.741 43.665 8.196
Si 10.989 51.867 8.24
Si 13.723 49.134 8.268
Si 10.97 57.301 8.272
Si 13.691 54.574 8.239
Si 10.951 62.777 8.277
Si 13.68 60.021 8.283
Si 1.335 4.049 9.554
Si 4.073 1.321 9.591
Si 1.349 9.542 9.477
Si 4.076 6.803 9.507
Si 1.369 15.041 9.472
Si 4.101 12.286 9.458
Si 1.385 20.526 9.469
Si 4.114 17.775 9.452
Si 1.384 26.026 9.48
Si 4.12 23.277 9.473
Si 1.421 31.501 9.466
Si 4.137 28.774 9.481
Si 1.429 36.916 9.496
Si 4.161 34.223 9.475
Si 1.426 42.325 9.563
Si 4.166 39.617 9.542
Si 1.408 47.774 9.623
Si 4.161 45.05 9.584
Si 1.376 53.243 9.643
Si 4.129 50.513 9.633
Si 1.343 58.675 9.654
Si 4.098 55.961 9.651
Si 1.338 64.176 9.645
Si 4.08 61.427 9.656
Si 6.8 4.074 9.57
Si 9.544 1.322 9.615
Si 6.818 9.55 9.478
Si 9.533 6.812 9.52
Si 6.825 15.021 9.437
Si 9.53 12.285 9.451
Si 6.85 20.521 9.445
Si 9.549 17.771 9.434
Si 6.856 26.04 9.465
Si 9.575 23.286 9.46
Si 6.885 31.513 9.491
Si 9.6 28.788 9.472
Si 6.894 36.921 9.504
Si 9.633 34.229 9.502
Si 6.898 42.32 9.578
Si 9.625 39.622 9.534
Si 6.891 47.788 9.604
Si 9.636 45.045 9.598
Si 6.855 53.239 9.646
Si 9.61 50.514 9.611
Si 6.833 58.693 9.666
Si 9.592 55.969 9.655
Si 6.811 64.18 9.632
Si 9.565 61.429 9.642
Si 12.274 4.064 9.565
Si 15.008 1.312 9.602
Si 12.253 9.543 9.481
Si 15.002 6.796 9.505
Si 12.27 15.041 9.434
Si 15.003 12.299 9.459
Si 12.29 20.525 9.466
Si 15.03 17.792 9.469
Si 12.32 26.029 9.467
Si 15.043 23.279 9.48
Si 12.346 31.493 9.468
Si 15.066 28.764 9.457
Si 12.368 36.927 9.52
Si 15.091 34.206 9.485
Si 12.359 42.319 9.555
Si 15.1 39.619 9.524
Si 12.353 47.777 9.626
Si 15.084 45.038 9.591
Si 12.327 53.236 9.63
Si 15.071 50.513 9.635
Si 12.302 58.687 9.652
Si 15.034 55.952 9.63
Si 12.283 64.165 9.651
Si 15.018 61.416 9.656
Si 16.372 65.567 10.985
Si 2.697 2.697 10.944
Si 16.363 5.438 10.897
Si 2.702 8.18 10.862
Si 16.371 10.927 10.824
Si 2.727 13.663 10.821
Si 16.395 16.42 10.823
Si 2.748 19.155 10.82
Si 0.017 21.91 10.826
Si 2.756 24.658 10.834
Si 0.026 27.41 10.837
Si 2.781 30.147 10.848
Si 0.062 32.859 10.855
Si 2.803 35.572 10.871
Si 0.078 38.274 10.893
Si 2.808 40.978 10.926
Si 0.066 43.689 10.946
Si 2.793 46.413 10.966
Si 0.042 49.147 10.99
Si 2.759 51.884 11.002
Si 0.009 54.613 11.01
Si 2.733 57.337 11.019
Si 16.396 60.067 11.018
Si 2.714 62.817 11.006
Si 5.436 65.569 10.974
Si 8.164 2.709 10.949
Si 5.424 5.452 10.912
Si 8.164 8.191 10.872
Si 5.447 10.923 10.839
Si 8.176 13.664 10.818
Si 5.467 16.402 10.81
Si 8.204 19.155 10.81
Si 5.492 21.906 10.817
Si 8.22 24.67 10.825
Si 5.505 27.411 10.843
Si 8.251 30.152 10.857
Si 5.526 32.877 10.863
Si 8.27 35.582 10.884
Si 5.542 38.271 10.907
Si 8.279 40.976 10.937
Si 5.535 43.691 10.948
Si 8.262 46.417 10.963
Si 5.513 49.148 10.981
Si 8.237 51.875 10.993
Si 5.482 54.61 11.013
Si 8.216 57.34 11.021
Si 5.464 60.079 11.019
Si 8.191 62.818 10.994
Si 10.911 65.563 10.984
Si 13.634 2.699 10.945
Si 10.897 5.451 10.903
Si 13.627 8.182 10.855
Si 10.892 10.93 10.836
Si 13.634 13.68 10.813
Si 10.916 16.416 10.806
Si 13.666 19.169 10.825
Si 10.939 21.918 10.822
Si 13.684 24.666 10.834
Si 10.965 27.415 10.833
Si 13.714 30.137 10.839
Si 11.002 32.863 10.862
Si 13.743 35.57 10.88
Si 11.008 38.282 10.904
Si 13.744 40.976 10.918
Si 11.012 43.686 10.95
Si 13.729 46.411 10.972
Si 10.975 49.149 10.981
Si 13.697 51.88 10.999
Si 10.962 54.606 11.007
Si 13.679 57.333 11.009
Si 10.936 60.073 11.012
Si 13.657 62.807 11.011
Si 1.333 1.343 12.334
Si 4.057 4.091 12.292
Si 1.325 6.829 12.245
Si 4.063 9.572 12.212
Si 1.332 12.312 12.18
Si 4.077 15.056 12.176
Si 1.352 17.807 12.178
Si 4.103 20.551 12.173
Si 1.374 23.296 12.186
Si 4.122 26.043 12.19
Si 1.398 28.785 12.2
Si 4.151 31.514 12.221
Si 1.425 34.222 12.238
Si 4.162 36.925 12.268
Si 1.435 39.627 12.29
Si 4.164 42.338 12.315
Si 1.419 45.056 12.33
Si 4.142 47.785 12.346
Si 1.391 50.521 12.367
Si 4.11 53.256 12.381
Si 1.36 55.989 12.388
Si 4.087 58.726 12.385
Si 1.345 61.461 12.377
Si 4.072 64.21 12.355
Si 6.798 1.347 12.326
Si 9.533 4.095 12.292
Si 6.792 6.839 12.256
Si 9.525 9.578 12.222
Si 6.799 12.314 12.193
Si 9.539 15.054 12.168
Si 6.819 17.797 12.165
Si 9.561 20.548 12.168
Si 6.843 23.301 12.177
Si 9.587 26.05 12.19
Si 6.874 28.784 12.21
Si 9.623 31.512 12.23
Si 6.893 34.23 12.248
Si 9.634 36.935 12.273
Si 6.9 39.629 12.298
Si 9.637 42.34 12.318
Si 6.89 45.058 12.329
Si 9.609 47.787 12.346
Si 6.862 50.521 12.36
Si 9.583 53.255 12.37
Si 6.835 55.991 12.385
Si 9.563 58.727 12.386
Si 6.82 61.469 12.375
Si 9.544 64.206 12.359
Si 12.273 1.342 12.333
Si 14.999 4.086 12.291
Si 12.263 6.834 12.25
Si 14.993 9.572 12.202
Si 12.26 12.319 12.184
Si 15.003 15.06 12.173
Si 12.28 17.8 12.166
Si 15.032 20.552 12.18
Si 12.304 23.3 12.183
Si 15.05 26.047 12.192
Si 12.334 28.784 12.205
Si 15.082 31.506 12.217
Si 12.367 34.221 12.248
Si 15.108 36.927 12.265
Si 12.37 39.636 12.292
Si 15.097 42.336 12.309
Si 12.359 45.055 12.334
Si 15.076 47.784 12.351
Si 12.326 50.52 12.36
Si 15.044 53.256 12.375
Si 12.305 55.988 12.38
Si 15.022 58.719 12.384
Si 12.285 61.458 12.382
Si 15.01 64.204 12.363
Si 16.358 2.726 13.681
Si 2.696 65.587 13.71
Si 16.351 8.214 13.589
Si 2.68 5.473 13.638
Si 16.366 13.694 13.537
Si 2.687 10.953 13.559
Si 16.394 19.188 13.545
Si 2.71 16.437 13.536
Si 0.016 24.679 13.548
Si 2.741 21.93 13.541
Si 0.051 30.154 13.584
Si 2.768 27.422 13.558
Si 0.081 35.582 13.638
Si 2.8 32.877 13.607
Si 0.078 40.99 13.673
Si 2.812 38.282 13.663
Si 0.05 46.42 13.707
Si 2.797 43.699 13.691
Si 0.017 51.892 13.732
Si 2.768 49.151 13.719
Si 16.398 57.371 13.751
Si 2.74 54.632 13.748
Si 16.379 62.844 13.735
Si 2.721 60.11 13.745
Si 5.421 2.729 13.674
Si 8.167 65.594 13.702
Si 5.416 8.219 13.604
Si 8.154 5.477 13.635
Si 5.431 13.694 13.546
Si 8.154 10.959 13.574
Si 5.461 19.18 13.528
Si 8.179 16.435 13.527
Si 5.487 24.678 13.552
Si 8.207 21.933 13.531
Si 5.522 30.156 13.586
Si 8.239 27.422 13.576
Si 5.543 35.588 13.641
Si 8.269 32.877 13.611
Si 5.543 40.988 13.686
Si 8.284 38.293 13.667
Si 5.516 46.419 13.702
Si 8.269 43.701 13.694
Si 5.492 51.893 13.734
Si 8.237 49.155 13.715
Si 5.468 57.372 13.75
Si 8.217 54.632 13.741
Si 5.445 62.852 13.728
Si 8.197 60.113 13.744
Si 10.895 2.731 13.672
Si 13.638 65.589 13.714
Si 10.887 8.217 13.597
Si 13.622 5.472 13.633
Si 10.897 13.699 13.545
Si 13.623 10.955 13.556
Si 10.926 19.183 13.527
Si 13.641 16.44 13.535
Si 10.951 24.681 13.55
Si 13.672 21.934 13.54
Si 10.991 30.155 13.598
Si 13.699 27.422 13.567
Si 11.015 35.587 13.635
Si 13.741 32.871 13.617
Si 11.02 40.997 13.684
Si 13.756 38.29 13.653
Si 10.987 46.423 13.703
Si 13.739 43.7 13.693
Si 10.958 51.894 13.726
Si 13.702 49.154 13.715
Si 10.94 57.369 13.746
Si 13.678 54.633 13.739
Si 10.919 62.849 13.733
Si 13.66 60.102 13.748
Si 1.313 4.12 15.028
Si 4.056 1.368 15.057
Si 1.307 9.607 14.937
Si 4.04 6.867 14.985
Si 1.32 15.084 14.894
Si 4.042 12.346 14.909
Si 1.353 20.578 14.902
Si 4.069 17.831 14.884
Si 1.382 26.061 14.905
Si 4.1 23.317 14.901
Si 1.421 31.519 14.96
Si 4.137 28.79 14.93
Si 1.44 36.936 15.037
Si 4.161 34.235 14.996
Si 1.433 42.345 15.063
Si 4.173 39.635 15.056
Si 1.398 47.789 15.088
Si 4.149 45.062 15.074
Si 1.36 53.275 15.107
Si 4.117 50.527 15.091
Si 1.345 58.761 15.116
Si 4.089 56.019 15.117
Si 1.333 64.229 15.097
Si 4.074 61.499 15.108
Si 6.786 4.12 15.018
Si 9.53 1.372 15.054
Si 6.772 9.615 14.951
Si 9.515 6.868 14.981
Si 6.791 15.087 14.888
Si 9.512 12.353 14.918
Si 6.823 20.569 14.877
Si 9.54 17.823 14.875
Si 6.851 26.056 14.922
Si 9.566 23.314 14.895
Si 6.888 31.52 14.967
Si 9.608 28.793 14.953
Si 6.907 36.946 15.03
Si 9.635 34.237 14.993
Si 6.907 42.345 15.072
Si 9.648 39.651 15.053
Si 6.871 47.787 15.075
Si 9.627 45.062 15.076
Si 6.846 53.275 15.106
Si 9.588 50.533 15.085
Si 6.823 58.761 15.115
Si 9.567 56.017 15.114
Si 6.805 64.237 15.085
Si 9.557 61.492 15.112
Si 12.256 4.12 15.023
Si 14.996 1.367 15.071
Si 12.247 9.608 14.94
Si 14.98 6.866 14.979
Si 12.256 15.088 14.898
Si 14.984 12.343 14.906
Si 12.288 20.567 14.884
Si 15.002 17.826 14.894
Si 12.317 26.057 14.917
Si 15.033 23.318 14.9
Si 12.36 31.52 14.981
Si 15.068 28.796 14.933
Si 12.382 36.946 15.02
Si 15.108 34.233 15.005
Si 12.382 42.351 15.073
Si 15.116 39.642 15.047
Si 12.338 47.791 15.082
Si 15.086 45.063 15.08
Si 12.306 53.275 15.096
Si 15.046 50.531 15.092
Si 12.29 58.75 15.119
Si 15.017 56.02 15.111
Si 12.277 64.23 15.099
Si 15.011 61.49 15.115

Results
total energy: -472990.912 eV
total energy less fixed offsets of O -438.35, Si -107.03 eV per atom: 24.488 eV

Forces (eV/angstrom) on atoms 963 to 2244 of the 2364, counted in the order above; the others are left out for length: element, x, y, z
Si -0.113 0.056 0.218
Si 0.038 -0.163 -0.557
Si -0.178 -0.032 -0.018
Si 0.015 -0.228 0.055
Si -0.147 0.06 0.41
Si -0.081 0.293 -0.441
Si 0.013 0.014 0.242
Si -0.056 0.147 0.314
Si -0.055 0.019 0.108
Si -0.199 -0.007 -0.298
Si -0.044 0.105 -0.194
Si 0.017 0.12 0.327
Si 0.078 -0.102 -0.312
Si -0.141 -0.16 0.38
Si -0.074 0.046 0.306
Si -0.213 0.165 0.333
Si 0.044 0.065 0.314
Si 0.04 -0.091 -0.106
Si 0.123 0.013 0.391
Si 0.033 -0.01 0.386
Si -0.148 -0.156 0.332
Si -0.103 -0.082 0.057
Si 0.022 0.052 -0.121
Si 0.063 -0.249 0.108
Si 0.02 0.011 0.145
Si 0.163 0.021 0.277
Si 0.144 0.143 -0.237
Si 0.064 0.001 -0.16
Si 0.084 0.217 0.366
Si -0.07 0.075 0.069
Si -0.058 0.018 0.096
Si -0.109 0.061 0.062
Si 0.108 0.122 0.224
Si -0.11 0.154 0.354
Si -0.096 0.034 0.182
Si -0.043 -0.027 -0.026
Si -0.075 -0.119 0.561
Si 0.085 -0.224 -0.517
Si -0.129 0.08 0.135
Si -0.09 0.238 -0.07
Si 0.031 -0.211 -0.493
Si -0.021 0.067 -0.222
Si -0.077 -0.122 0.411
Si -0.006 0.153 -0.108
Si 0.028 0.034 -0.293
Si 0.034 -0.101 0.129
Si 0.115 0.007 -0.275
Si 0.06 -0.168 -0.268
Si -0.142 0.211 -0.331
Si -0.019 -0.078 -0.023
Si 0.031 -0.201 -0.302
Si 0.153 -0.006 -0.049
Si -0.106 0.012 -0.077
Si 0.112 -0.108 0.24
Si -0.08 -0.089 -0.063
Si 0.059 0.089 0.025
Si 0.156 0.062 0.179
Si -0.037 -0.041 -0.384
Si 0.021 -0.078 0.339
Si 0.119 -0.071 0.343
Si 0.026 -0.173 -0.111
Si 0.155 -0.142 0.386
Si 0.023 -0.058 -0.231
Si -0.044 0.053 -0.468
Si -0.085 -0.162 -0.087
Si -0.048 0.104 0.145
Si -0.255 -0.131 -0.095
Si -0.021 -0.071 -0.05
Si 0.037 0.011 0.095
Si -0.045 -0.049 -0.187
Si 0.097 0.042 0.03
Si -0.009 0.225 -0.461
Si 0.095 -0.106 -0.496
Si 0.096 0.003 -0.325
Si -0.063 -0.182 0.129
Si -0.039 -0.1 -0.438
Si -0.051 0.099 0.276
Si 0.021 0.02 -0.146
Si 0.143 0.048 -0.265
Si -0.083 0.08 0.14
Si 0 -0.062 -0.554
Si -0.079 -0.127 0.023
Si -0.004 0.044 -0.134
Si 0.053 -0.102 0.095
Si 0.152 -0.206 -0.493
Si 0.058 0.129 0.132
Si 0.089 -0.024 0.141
Si -0.074 0.017 -0.308
Si -0.07 0.108 0.173
Si -0.294 0.074 0.147
Si 0.159 -0.082 -0.464
Si 0.007 -0.158 -0.146
Si -0.085 0.068 -0.321
Si -0.153 -0.037 -0.235
Si -0.026 0.11 -0.169
Si 0.215 -0.268 -0.32
Si 0.013 0.164 0.046
Si -0.172 -0.022 -0.308
Si -0.242 -0.051 -0.402
Si -0.203 0.072 -0.174
Si -0.005 -0.204 -0.416
Si -0.034 -0.158 -0.371
Si -0.271 0.195 -0.341
Si 0.101 -0.306 -0.411
Si 0.103 0.044 -0.574
Si -0.265 0.335 -0.145
Si -0.024 -0.032 -0.363
Si -0.071 0.163 -0.274
Si 0.024 0.195 -0.271
Si 0.139 -0.012 -0.282
Si -0.035 -0.218 -0.068
Si 0.105 -0.024 0.143
Si 0.166 -0.022 -0.335
Si -0.028 -0.144 -0.058
Si -0.066 0.063 0.007
Si -0.032 0.137 -0.239
Si 0.115 -0.098 -0.323
Si 0.054 -0.04 -0.224
Si -0.078 0.119 -0.418
Si 0.063 0.102 -0.265
Si 0.007 -0.161 -0.321
Si 0.032 0.02 -0.138
Si -0.035 0.007 -0.184
Si -0.249 -0.212 -0.336
Si 0.019 -0.007 -0.061
Si -0.073 -0.01 0.333
Si -0.006 -0.06 -0.517
Si 0.155 -0.065 -0.094
Si -0.014 -0.074 -0.387
Si -0.175 -0.042 0.304
Si 0.154 -0.224 -0.387
Si 0.056 -0.14 -0.239
Si 0.101 -0.036 -0.15
Si -0.016 -0.135 0.039
Si 0.249 -0.083 -0.202
Si 0.046 0.231 -0.001
Si 0.027 -0.003 -0.201
Si 0.159 0.082 -0.277
Si -0.128 0.109 -0.31
Si -0.089 -0.086 -0.093
Si -0.122 0 -0.294
Si -0.016 -0.02 -0.332
Si 0.105 -0.092 -0.395
Si 0.06 0.002 -0.171
Si -0.294 0.005 0.012
Si -0.028 -0.017 -0.118
Si -0.004 0.097 -0.02
Si -0.105 -0.061 -0.444
Si 0.076 0.222 0.024
Si 0.034 -0.196 -0.355
Si 0.221 0.026 -0.348
Si 0.127 0.075 -0.197
Si -0.004 -0.014 -0.244
Si 0.056 0.031 -0.07
Si -0.125 0.131 -0.154
Si -0.026 -0.072 -0.183
Si 0.096 -0.056 -0.323
Si 0.19 -0.014 -0.153
Si -0.057 -0.166 -0.437
Si 0.157 0.074 -0.061
Si 0.065 0.182 -0.033
Si 0.157 0.181 -0.284
O -0.232 -0.165 0.351
O 0.163 -0.254 0.176
O -0.202 0.021 0.216
O 0 -0.163 -0.387
O -0.008 -0.009 0.108
O 0.12 -0.104 -0.361
O 0.089 0.135 0
O 0.029 0.046 0.139
O -0.267 0.357 0.336
O -0.158 0.043 -0.173
O 0.133 0.13 0.281
O -0.445 -0.133 0.176
O 0.12 0.286 0.069
O -0.157 -0.182 0.147
O 0.142 0.307 0.139
O -0.077 -0.225 0.178
O 0.18 0.003 0.095
O -0.082 -0.028 0.292
O 0.072 0.033 0.437
O 0.281 -0.021 0.359
O 0.102 -0.169 -0.04
O 0.015 0.288 0.282
O 0.084 0.344 0.208
O 0.238 0.061 0.068
O 0.02 0.199 0.126
O -0.178 0.135 0.218
O -0.236 0.019 -0.036
O -0.058 0.066 0.431
O -0.061 0.032 0.507
O -0.031 -0.126 0.141
O 0.225 -0.234 0.602
O -0.055 0.082 0.101
O 0.198 -0.13 0.429
O -0.423 0.503 0.638
O 0.222 0.141 0.339
O -0.038 -0.291 -0.003
O -0.045 0.197 0.028
O 0.027 0.013 -0.098
O -0.201 0.116 0.55
O -0.024 0.159 0.308
O -0.137 0.08 0.328
O 0.135 -0.007 0.157
O -0.05 -0.003 -0.056
O -0.071 0.393 0.061
O -0.082 -0.42 0.417
O -0.033 0.162 0.212
O -0.118 -0.117 0.294
O -0.348 -0.116 0.344
O -0.116 -0.076 0.056
O -0.026 -0.041 0.27
O -0.128 -0.088 0.067
O 0.047 0.109 0.104
O 0.081 0.332 0.266
O 0.182 0.222 0.269
O 0.049 -0.334 0.464
O 0.087 0.002 0.209
O -0.061 -0.005 0.27
O -0.047 0.269 0.446
O -0.093 0.274 0.037
O -0.553 0.182 -0.146
O -0.097 0.002 0.22
O 0.123 0.035 0.571
O 0.117 0.327 0.225
O -0.248 0.184 0.455
O -0.113 -0.12 0.33
O 0.218 -0.062 0.167
O 0.07 0.448 -0.109
O 0.001 0.049 0.032
O -0.394 0.497 0.471
O -0.032 -0.105 0.035
O -0.004 0.361 0.276
O -0.044 -0.101 -0.037
O -0.302 0.365 0.338
O -0.208 0.192 -0.027
O 0.296 0.024 0.428
O 0.208 -0.12 0.268
O 0.238 -0.103 0.204
O 0.198 -0.239 0.532
O 0.138 -0.143 0.199
O 0.222 -0.047 0.093
O -0.069 -0.152 0.279
O 0.106 -0.235 0.358
O -0.181 -0.138 -0.126
O 0.059 -0.02 -0.039
O -0.065 -0.031 0.043
O -0.161 -0.162 0.012
O -0.105 0.263 0.091
O 0.166 0.129 0.144
O 0.098 0.183 0.45
O 0.308 -0.038 0.177
O -0.195 -0.176 0.079
O 0.423 -0.273 0.148
O -0.042 0.173 0.245
O -0.132 -0.162 0.245
O -0.004 0.075 -0.08
O -0.099 0.247 0.298
O -0.058 0.022 0.246
O -0.032 -0.184 0.392
O -0.008 0.12 -0.016
O -0.102 -0.107 0.18
O -0.18 -0.156 0.536
O 0.242 0.434 0.13
O 0.155 0.205 -0.254
O 0 0.16 -0.044
O 0.186 -0.018 0.246
O 0.292 0.299 -0.105
O 0.005 -0.275 -0.193
O -0.009 -0.198 -0.11
O -0.289 -0.054 0.077
O 0.088 -0.026 0.066
O -0.358 -0.006 0.033
O 0.143 -0.125 0.505
O 0.418 -0.061 0.372
O -0.177 -0.052 0.159
O 0.234 -0.418 -0.197
O -0.167 0.053 0.299
O -0.196 0.237 0.246
O 0.091 0.038 0.248
O -0.146 -0.107 0.047
O -0.125 0.002 0.458
O 0.046 0.203 0.312
O -0.06 0.092 0.287
O 0.272 -0.118 0.167
O -0.356 -0.336 0.226
O -0.14 0.008 -0.066
O 0.265 0.282 0.478
O 0.138 -0.047 0.284
O -0.093 -0.333 -0.059
O 0.062 -0.147 -0.003
O -0.037 0.263 0.247
O -0.091 -0.024 0.267
O 0.082 0.034 0.534
O 0.006 -0.046 0.24
O 0.202 -0.13 0.054
O 0.007 -0.002 0.07
O -0.046 -0.038 -0.244
O 0.23 0.362 -0.001
O -0.213 -0.17 0.195
O -0.064 0.271 0.2
O -0.163 -0.073 0.347
O 0.15 0.091 0.311
O -0.172 -0.251 -0.47
O 0.133 0.01 -0.232
O 0.045 0.192 -0.331
O -0.113 -0.011 -0.117
O -0.231 0.011 0.065
O 0.049 -0.234 -0.343
O 0.062 0.058 -0.498
O -0.072 0.003 0.044
O 0.442 -0.297 -0.371
O -0.02 0.131 0.173
O -0.089 -0.264 -0.449
O 0.102 0.273 -0.375
O -0.028 -0.294 -0.134
O -0.162 0.226 -0.188
O -0.1 -0.017 -0.372
O 0.446 -0.159 -0.263
O 0.158 0.366 -0.623
O -0.115 -0.272 -0.096
O -0.007 0.141 0.536
O 0.038 0.122 -0.072
O 0.248 -0.139 -0.007
O -0.282 -0.043 -0.138
O 0.024 -0.191 -0.001
O 0.136 -0.051 -0.079
O 0.036 0.134 -0.149
O -0.205 0.01 -0.171
O -0.178 0.114 -0.164
O -0.197 0.204 0.035
O -0.096 0.044 -0.153
O 0.385 0.117 -0.253
O -0.094 0.117 -0.392
O 0.1 -0.055 -0.063
O 0.069 0.274 -0.273
O 0.223 0.312 0.054
O 0.181 0.247 -0.35
O -0.189 -0.029 -0.231
O 0.16 -0.261 -0.403
O -0.28 0.39 -0.409
O -0.056 -0.166 -0.095
O 0.155 0.109 -0.451
O -0.04 -0.379 -0.081
O -0.181 0.121 -0.459
O -0.055 -0.155 -0.358
O -0.135 -0.015 -0.071
O 0.018 0.153 -0.205
O 0.133 -0.219 -0.081
O -0.182 0.022 -0.002
O -0.051 -0.31 -0.099
O 0.083 -0.029 -0.316
O -0.076 -0.207 -0.066
O -0.338 0.419 -0.658
O 0.211 -0.186 -0.166
O 0.102 -0.116 -0.144
O 0.054 0.251 -0.171
O 0.252 -0.096 -0.789
O -0.026 0.03 -0.01
O 0.263 0.186 -0.56
O 0.059 -0.337 -0.191
O -0.363 -0.211 -0.115
O -0.075 0.289 0.083
O -0.124 0.043 -0.552
O -0.099 -0.087 -0.348
O -0.072 0.027 0.072
O 0.312 -0.081 -0.27
O -0.31 0.052 -0.144
O 0.057 0.091 -0.202
O 0.019 -0.134 -0.091
O -0.044 0.332 -0.608
O 0.462 -0.309 -0.316
O 0.066 -0.148 0.1
O -0.011 -0.01 -0.107
O -0.085 -0.095 -0.258
O -0.098 0.292 -0.177
O -0.104 0.02 0.033
O -0.206 0.247 -0.284
O 0.102 -0.018 -0.068
O 0.233 0.129 -0.094
O -0.127 0.06 -0.116
O 0.041 -0.048 -0.121
O -0.019 -0.093 -0.019
O 0.213 0.003 0.266
O -0.116 0.048 -0.167
O -0.084 0.215 -0.258
O 0.2 -0.188 -0.457
O 0.123 0.096 -0.023
O 0.461 0.033 -0.61
O -0.335 0.376 -0.193
O 0.102 -0.161 -0.205
O 0.016 0.103 -0.09
O 0.051 -0.004 -0.329
O 0.084 0.107 -0.537
O -0.255 0.108 -0.097
O 0.145 0.167 -0.327
O 0.445 0.077 -0.116
O 0.272 0.119 -0.155
O 0.002 0.016 0.033
O 0.337 0.047 -0.403
O -0.06 -0.289 -0.311
O 0.099 -0.187 -0.363
O -0.158 -0.091 -0.043
O -0.05 0.338 0.133
O 0.189 -0.062 -0.253
O 0.101 0.148 -0.345
O -0.087 0.001 0.192
O -0.023 0.067 0.142
O 0.102 0.016 -0.168
O -0.119 0.234 -0.679
O -0.005 0.236 -0.187
O 0.352 -0.218 -0.12
O 0.164 0.202 -0.188
O 0.158 -0.192 -0.12
O 0.231 -0.059 -0.465
O -0.074 0.268 -0.523
O 0.085 0.152 -0.373
O 0.456 -0.127 -0.055
O 0.41 0.114 -0.046
O -0.113 -0.06 -0.12
O 0.172 0.253 -0.025
O 0.022 0.09 -0.274
O 0.1 -0.382 -0.459
O -0.254 -0.164 0.058
O 0.252 -0.035 0.326
O -0.056 0.15 -0.197
O 0.163 -0.296 -0.334
O -0.272 0.128 -0.069
O -0.259 -0.016 -0.574
O -0.068 -0.212 -0.003
O -0.12 -0.168 -0.262
O 0.007 0.204 -0.005
O 0.063 0.015 0.071
O -0.276 -0.151 0.138
O -0.178 0.016 -0.147
O -0.098 0.081 0.071
O 0.128 0.009 -0.325
O 0.121 0.141 -0.587
O -0.021 -0.307 0.173
O -0.105 -0.106 -0.058
O -0.246 0.011 -0.277
O 0.273 -0.398 -0.149
O 0.002 -0.187 -0.397
O -0.242 -0.117 -0.128
O 0.169 -0.025 -0.253
O 0.017 -0.037 0.303
O 0.097 -0.119 -0.005
O -0.051 0.015 -0.01
O 0.13 -0.07 0.173
O -0.245 -0.11 -0.324
O -0.225 -0.16 -0.01
O -0.071 -0.014 -0.222
O -0.02 -0.144 -0.244
O -0.112 0.292 0.211
O 0.185 -0.052 -0.714
O 0.13 -0.2 -0.145
O 0.087 -0.102 0.294
O -0.077 -0.207 -0.228
O 0.239 0.164 -0.201
O 0.171 -0.28 -0.432
O -0.027 0.227 -0.207
O -0.003 -0.271 0.088
O 0.219 -0.097 0.362
O -0.034 -0.006 -0.34
O 0.048 0.061 -0.264
O -0.238 -0.136 -0.102
O 0.165 0.123 -0.306
O -0.169 -0.31 -0.356
O 0.013 -0.095 -0.182
O -0.053 -0.061 -0.195
O -0.128 -0.001 0.08
O -0.081 -0.122 -0.182
O -0.032 0.048 -0.355
O 0.127 -0.124 -0.091
O -0.036 -0.009 -0.115
O 0.116 -0.032 0.051
O -0.013 0.011 0.228
O -0.106 0.027 -0.046
O -0.288 -0.276 -0.267
O 0.025 -0.109 -0.268
O -0.314 0.448 0.318
O -0.176 0.118 -0.363
O 0.104 -0.291 -0.308
O 0.202 -0.144 -0.239
O -0.071 -0.068 -0.355
O 0.01 -0.113 -0.024
O -0.06 -0.201 -0.362
O -0.136 0.353 -0.2
O 0.085 -0.069 -0.117
O -0.047 0.028 -0.257
O 0.119 0.202 -0.044
O -0.006 -0.123 0.248
O 0.014 -0.107 -0.237
O 0.304 0.122 0.208
O 0.05 0.004 -0.014
O -0.058 -0.153 -0.527
O -0.029 0.013 -0.321
O -0.089 0.082 -0.047
O -0.093 0.25 -0.226
O -0.046 0.225 0.092
O 0.074 0.153 0.081
O 0.123 0.126 -0.378
O -0.082 -0.111 -0.095
O 0.089 0.055 -0.233
O -0.085 -0.127 0.203
O 0.186 -0.042 -0.314
O -0.042 0.063 0.32
O -0.007 -0.242 -0.21
O 0.099 0.29 -0.091
O -0.011 -0.253 -0.039
O 0.366 -0.04 -0.174
O -0.143 0.102 -0.308
O 0.35 -0.19 -0.362
O -0.27 0.028 -0.083
O -0.145 -0.399 -0.255
O -0.347 0.299 -0.253
O -0.234 -0.507 0.278
O 0.238 0.463 0.047
O 0.132 -0.095 -0.085
O -0.049 -0.039 0.139
O 0.133 0.263 0.049
O 0.156 0.214 -0.329
O -0.182 -0.259 -0.223
O -0.059 0.234 -0.31
O -0.067 -0.098 -0.173
O 0.09 0.231 -0.035
O -0.134 0.177 -0.108
O 0.184 0.298 -0.552
O 0.086 0.181 -0.366
O 0.064 0.088 -0.026
O 0.069 -0.241 -0.283
O 0.184 0.184 0.065
O 0.228 -0.186 0.105
O -0.105 -0.073 -0.214
O 0.096 0.092 -0.082
O 0.146 -0.027 0.051
O 0.021 0.187 -0.025
O 0.116 0.212 0.126
O 0.187 -0.137 -0.345
O -0.031 0.092 -0.064
O -0.056 0.175 -0.106
O 0.113 0.055 -0.039
O 0.131 0.239 -0.048
O -0.217 -0.156 -0.184
O 0.061 -0.117 -0.13
O -0.035 0.098 0.135
O -0.034 -0.041 -0.047
O -0.16 0.361 -0.3
O 0.074 0.092 -0.037
O 0.181 0.031 0.006
O -0.13 0.139 -0.116
O 0.07 -0.31 -0.275
O 0.037 -0.164 0.15
O 0.203 -0.001 -0.102
O 0.196 0.223 -0.109
O 0.203 -0.033 0.099
O 0.093 -0.08 -0.2
O -0.029 -0.18 -0.044
O -0.094 0.189 -0.338
O -0.079 0.193 -0.187
O 0.017 0.301 -0.042
O -0.128 0.197 -0.075
O 0.02 0.034 -0.013
O -0.084 0.33 -0.186
O 0.067 -0.295 -0.168
O -0.102 0.144 -0.117
O 0.24 -0.324 -0.071
O 0.125 -0.012 0.002
O -0.127 0.184 -0.321
O -0.209 0.005 0.059
O 0.073 -0.003 -0.1
O 0.103 -0.1 -0.36
O 0.03 -0.002 0.056
O -0.273 0.229 -0.228
O 0.047 0.165 -0.409
O 0.167 -0.277 0.244
O -0.03 -0.045 -0.283
O 0.061 0.078 0.124
O -0.012 0.199 -0.133
O 0.27 0.047 0.139
O -0.252 -0.081 0.269
O 0.205 0.171 -0.247
O -0.139 -0.159 -0.278
O 0.172 0.025 -0.002
O 0.257 0.049 0.224
O -0.252 -0.01 -0.075
O 0.032 -0.058 -0.103
O 0.25 0.094 0.275
O 0.05 0.112 0.094
O -0.203 -0.287 -0.326
O 0.119 0.087 0.317
O 0.025 0.212 0.152
O -0.032 0.025 0.308
O -0.114 0.312 0.243
O 0.003 0.027 -0.089
O -0.037 0.246 -0.016
O 0.176 -0.177 0.161
O 0.015 0.104 0.097
O -0.14 -0.094 0.177
O -0.067 0.16 -0.345
O 0.086 0.01 -0.093
O -0.014 -0.216 0.131
O 0.049 0.228 -0.104
O 0.134 0.143 0.196
O -0.192 -0.268 0.143
O -0.092 -0.03 -0.19
O -0.067 0.08 0.085
O -0.031 -0.071 0.131
O 0.281 -0.237 0.194
O -0.258 0.131 -0.062
O -0.004 -0.018 0.08
O -0.089 0.134 -0.146
O -0.096 -0.099 -0.246
O 0.022 -0.139 0.241
O -0.209 0.056 0.003
O 0.006 0.215 0.054
O -0.147 -0.38 -0.18
O -0.083 -0.136 0.216
O -0.022 -0.147 -0.194
O -0.195 0.113 -0.096
O -0.161 0.096 0.262
O 0.025 0.024 0.152
O -0.077 -0.176 0.37
O 0.034 0.138 0.014
O -0.234 0.022 -0.208
O -0.206 -0.174 0.106
O 0.261 -0.255 -0.131
O -0.049 -0.059 0.178
O -0.102 -0.13 -0.071
O -0.088 -0.018 -0.075
O 0.177 0.304 0.241
O 0.063 -0.08 -0.046
O 0.108 0.268 0.333
O -0.094 0.011 0.101
O -0.064 0.252 -0.233
O -0.119 0.112 -0.027
O -0.153 -0.145 0.15
O -0.055 0.158 -0.123
O 0.065 -0.028 0.274
O 0.038 -0.005 -0.285
O -0.048 -0.22 -0.051
O 0.062 -0.117 -0.386
O 0.049 0.071 0.175
O 0.183 -0.001 0.37
O -0.1 0.226 -0.133
O 0.137 -0.045 -0.017
O 0.093 0.265 -0.117
O 0.166 0.145 0.134
O 0.037 0.156 -0.073
O 0.262 0.003 -0.201
O -0.022 0.023 0.147
O 0.089 0.067 0.074
O -0.06 -0.021 -0.052
O 0.077 0.373 0.108
O 0.015 -0.276 -0.107
O 0.268 0.068 -0.005
O 0.014 0.158 0.291
O 0.255 0.153 0.015
O 0.039 -0.158 0.206
O -0.084 0.258 0.042
O 0.05 -0.229 0.318
O 0.007 0.106 0.168
O -0.025 0.065 0.012
O 0.146 0.089 -0.109
O -0.114 -0.124 -0.168
O -0.045 -0.029 0.073
O -0.128 -0.254 0.155
O 0.017 0.003 0.08
O 0.03 0.051 0.091
O -0.044 -0.144 -0.136
O -0.008 0.087 0.048
O 0.3 -0.031 0.002
O 0.371 0.065 -0.059
O -0.151 -0.006 0.01
O 0.1 -0.063 -0.239
O -0.031 0.111 0.141
O -0.088 -0.237 0.266
O -0.158 0.136 0.037
O 0.069 0.045 -0.143
O -0.029 -0.074 -0.106
O 0.017 0.179 -0.084
O -0.094 -0.295 0.217
O 0.073 -0.017 -0.021
O -0.112 -0.287 0.003
O -0.035 -0.018 0.16
O 0.158 0.196 0.305
O -0.2 0.022 0.05
O 0.221 -0.283 -0.111
O 0.021 0.222 -0.084
O -0.069 0.218 0.057
O -0.028 0.095 -0.337
O -0.163 -0.103 -0.042
O -0.152 0.141 0.059
O -0.143 -0.309 0.227
O -0.102 0.254 -0.199
O 0.192 0.101 0.132
O -0.066 -0.205 -0.067
O 0.099 0.138 -0.333
O -0.009 -0.15 0.13
O -0.123 -0.109 -0.13
O -0.137 0.235 -0.286
O -0.114 0.114 0.195
O 0.128 -0.145 0.133
O 0.024 -0.063 0.18
O -0.1 -0.009 -0.099
O 0.23 0.082 0.228
O 0.121 0.069 -0.136
O 0.122 0.246 0.19
O 0.222 -0.037 -0.073
O -0.337 -0.091 0.287
O 0.021 0.224 0.076
O 0.047 0.108 0.467
O -0.054 0.011 0.115
O 0.077 0.145 0.355
O -0.27 0.095 0.176
O 0.137 0.09 0.224
O -0.113 0.239 0.034
O 0.012 -0.015 0.271
O -0.097 -0.327 0.252
O -0.147 -0.115 0.179
O -0.037 -0.242 0.23
O -0.058 -0.133 0.207
O 0.138 -0.24 0.033
O 0.053 -0.346 0.158
O 0.224 0.248 0.062
O -0.047 0.047 0.384
O -0.037 -0.184 0.248
O -0.039 0.227 0.215
O -0.092 -0.165 0.28
O 0.032 -0.029 -0.114
O 0.034 0.172 0.039
O -0.029 -0.071 0.279
O -0.081 0.127 0.244
O 0.039 -0.155 0.026
O -0.119 0.014 0.187
O -0.056 0 0.068
O 0.17 0.121 0.168
O -0.083 -0.2 -0.292
O -0.101 -0.185 -0.15
O 0.232 0.191 0.13
O -0.126 -0.114 0.248
O 0.042 -0.17 0.221
O 0.098 -0.359 0.198
O -0.108 -0.176 -0.12
O 0.079 -0.213 0.297
O -0.139 -0.188 0.078
O 0.235 0.075 0.218
O -0.239 -0.171 -0.211
O 0.139 -0.19 0.137
O -0.069 0.123 -0.165
O -0.079 -0.027 -0.034
O -0.103 0.11 0.127
O 0.018 0.063 -0.084
O -0.016 0.089 -0.283
O -0.059 0.103 -0.028
O -0.251 0.219 0.382
O 0.2 0.071 -0.007
O -0.017 -0.054 0.236
O -0.11 -0.024 -0.06
O -0.138 -0.02 0.054
O -0.031 -0.026 0.133
O 0.211 0.057 0.424
O 0.06 0.039 0.192
O 0.015 0.085 -0.141
O -0.022 -0.223 0.231
O 0.06 0.121 -0.106
O -0.146 0.114 0.326
O 0.144 0.05 0.45
O -0.108 -0.286 0.377
O -0.192 0.119 0.237
O -0.013 0.113 0.047
O 0.181 0.206 0.216
O -0.266 0.027 0.122
O 0.108 0.285 0.228
O -0.151 0.278 0.168
O 0.035 -0.124 -0.028
O -0.14 -0.274 0.797
O 0.171 -0.157 0.355
O 0.014 -0.011 0.038
O -0.18 -0.036 0.096
O 0.152 0.109 -0.049
O 0.093 -0.208 -0.035
O 0.054 0.099 0.344
O -0.149 0.284 0.222
O -0.13 0.049 0.111
O 0.022 0.081 0.249
O -0.038 -0.092 -0.139
O -0.282 0.049 -0.196
O 0.13 -0.087 0.216
O 0.179 0.209 0.135
O -0.13 0.164 -0.065
O -0.1 0.28 0.113
O -0.279 0.133 0.323
O -0.323 -0.219 0.449
O 0.286 -0.028 0.184
O -0.018 0.099 -0.171
O -0.239 0.301 0.285
O -0.031 0.078 0.218
O -0.134 -0.206 0.448
O -0.306 -0.225 0.103
O -0.022 0.215 0.107
O 0.038 0.189 0.057
O -0.155 -0.199 -0.081
O 0.153 0.025 0.323
O 0.204 0.077 -0.007
O -0.307 -0.343 0.245
O 0.093 0.125 -0.055
O -0.214 -0.094 0.011
O 0.262 -0.18 0.345
O 0.092 -0.007 0.105
O 0.065 0.148 0.17
O 0.126 0.126 0.158
O -0.091 0.036 0.112
O -0.022 0.055 0.357
O 0.206 -0.226 0.254
O 0.06 -0.049 0.189
O 0.181 0.163 -0.021
O -0.103 0.115 -0.124
O 0.34 -0.092 0.252
O 0.007 0.035 0.098
O 0.001 0.137 0.146
O -0.251 -0.195 0.092
O -0.089 -0.028 -0.009
O -0.538 0.033 0.424
O 0.332 -0.223 0.467
O -0.044 0.006 0.193
Si -0.032 0.005 -0.033
Si -0.012 -0.036 0.017
Si 0.129 0.063 -0.049
Si -0.093 -0.026 -0.029
Si 0.076 0.06 -0.011
Si 0.014 -0.001 -0.068
Si -0.015 -0.014 -0.062
Si -0.075 -0.013 -0.02
Si 0.047 0.065 0.028
Si -0.085 -0.095 -0.036
Si -0.022 0.079 -0.02
Si -0.023 0.022 -0.032
Si 0.024 -0.032 -0.077
Si 0.015 -0.042 -0.073
Si -0.054 -0.035 -0.025
Si -0.053 0.035 -0.054
Si 0.004 -0.017 0.002
Si 0.051 0.07 -0.022
Si -0.045 -0.078 -0.012
Si -0.008 -0.02 -0.019
Si -0.028 0.033 -0.062
Si 0.002 0.023 -0.014
Si 0.023 -0.034 -0.025
Si -0.124 -0.07 0.012
Si 0.07 0.033 0.031
Si -0.011 0.044 -0.064
Si 0.038 0.001 -0.047
Si -0.024 -0.056 -0.089
Si -0.073 0.012 -0.101
Si -0.004 0.053 -0.065
Si 0.028 -0.05 -0.029
Si 0.076 -0.012 -0.027
Si -0.004 0.058 -0.028
Si -0.047 -0.049 -0.041
Si 0.068 -0.063 -0.042
Si 0.031 0.009 -0.018
Si -0.016 0.05 -0.033
Si -0.049 0.034 -0.033
Si -0.012 -0.012 -0.079
Si -0.01 -0.008 -0.061
Si -0.045 0.025 -0.035
Si -0.076 0.021 0.03
Si -0.01 0.019 0.009
Si 0.037 0.021 -0.003
Si 0.033 0.036 -0.015
Si -0.108 0.027 -0.015
Si -0.002 -0.01 0.019
Si -0.012 -0.003 0.066
Si 0.032 -0.005 -0.032
Si -0.059 -0.03 -0.035
Si -0.058 -0.051 -0.023
Si -0.062 -0.016 -0.001
Si 0.068 -0.046 -0.079
Si 0.045 -0.008 -0.027
Si -0.002 0.052 -0.03
Si 0.119 0.095 -0.069
Si -0.018 0.018 -0.086
Si 0.02 0.006 -0.076
Si -0.03 -0.061 -0.062
Si -0.069 -0.135 -0.026
Si 0.156 0.029 0.007
Si -0.042 -0.035 -0.081
Si -0.003 0.025 -0.067
Si -0.053 -0.037 -0.024
Si 0.035 -0.057 -0.006
Si 0.011 0.081 0.004
Si -0.006 0.03 0.01
Si -0.082 -0.022 -0.065
Si -0.008 -0.071 -0.09
Si -0.011 -0.09 -0.049
Si 0.012 0.042 -0.011
Si 0.007 0.038 -0.059
Si 0.006 0.043 -0.037
Si -0.031 -0.007 -0.028
Si 0.022 -0.048 -0.02
Si -0.009 0.002 -0.021
Si -0.033 -0.014 -0.006
Si -0.011 0.003 0.027
Si 0.041 -0.018 -0.008
Si 0.001 0.015 -0.004
Si 0.007 -0.021 0.01
Si -0.016 0.041 0.005
Si 0.011 -0.036 -0.004
Si -0.005 -0.023 0.001
Si -0.021 -0.011 0.011
Si -0.026 0.001 -0.017
Si 0.004 0.013 0.004
Si 0.06 -0.028 0.04
Si -0.004 0.01 -0.019
Si -0.001 0.009 -0.003
Si 0.023 0.018 0
Si 0.012 -0.017 -0.002
Si 0.01 -0.004 -0.011
Si 0.055 -0.022 -0.022
Si 0.079 -0.015 0.025
Si -0.01 0.025 -0.043
Si -0.048 -0.006 -0.015
Si -0.013 0.035 0.053
Si 0.016 -0.01 0.028
Si 0.012 0.02 -0.022
Si 0.03 -0.017 0.011
Si 0.015 -0.021 -0.021
Si 0.005 -0.015 -0.011
Si -0.002 -0.004 -0.031
Si 0.016 -0.01 0.012
Si -0.008 0.029 -0.001
Si -0.024 0.006 -0.003
Si -0.006 -0.035 -0.015
Si 0.052 -0.075 0.043
Si -0.019 0.001 0.002
Si 0.016 0.009 -0.021
Si 0.028 0.041 -0.02
Si 0.072 -0.06 0.019
Si -0.014 -0.003 -0.036
Si -0.034 -0.015 -0.029
Si -0.022 0.006 -0.027
Si 0.045 -0.047 0.03
Si -0.015 0.012 -0.014
Si 0.033 0.004 -0.012
Si -0.029 0.016 0.003
Si 0.034 -0.025 0.043
Si -0.025 -0.006 -0.046
Si 0.039 0.032 -0.003
Si -0.001 -0.047 -0.008
Si 0.009 0.031 -0.001
Si -0.024 -0.02 -0.003
Si -0.042 0.025 -0.033
Si 0.005 -0.034 0.011
Si 0.046 0.009 -0.011
Si 0.025 -0.032 -0.047
Si 0.057 0.024 0.005
Si 0.028 -0.006 -0.004
Si -0.057 0.03 0.024
Si 0.035 0.017 0.02
Si 0.045 -0.006 0.001
Si 0.044 0.011 -0.019
Si 0 0.019 -0.008
Si 0.028 0.001 0.031
Si 0.068 -0.062 -0.021
Si 0.054 -0.009 -0.001
Si 0.032 0.033 0.013
Si -0.029 0.076 -0.013
Si 0.023 -0.071 -0.02
Si 0.04 -0.007 0.004
Si 0.016 -0.013 0.004
Si -0.002 -0.009 0.015
Si 0.029 0.041 0.001
Si -0.04 -0.004 0.035
Si 0.009 0.009 0.01
Si -0.014 0.027 0.006
Si -0.018 0.028 0
Si -0.057 -0.015 -0.008
Si -0.009 -0.01 0.002
Si -0.034 0.017 0.001
Si 0.004 0.01 -0.006
Si -0.032 -0.024 0.012
Si -0.042 -0.034 -0.002
Si -0.004 -0.001 -0.01
Si -0.016 0.001 -0.001
Si -0.001 0.01 -0.005
Si -0.002 0.037 0.009
Si -0.022 -0.001 -0.008
Si -0.005 -0.009 0.002
Si 0.005 -0.017 0.007
Si -0.007 -0.02 -0.015
Si 0.011 0.014 0.001
Si -0.012 0 0.005
Si -0.043 0.005 0.013
Si 0.04 0.023 0.015
Si 0.011 -0.003 0.012
Si 0.005 0.012 0.016
Si -0.02 -0.033 0.009
Si -0.021 0.021 -0.024
Si 0.008 0.022 -0.012
Si -0.018 0.023 -0.014
Si -0.006 0.018 -0.017
Si -0.041 -0.047 -0.006
Si 0.015 0.057 -0.006
Si 0.004 -0.014 -0.004
Si 0.015 -0.01 0.003
Si -0.015 -0.012 -0.021
Si -0.003 0.02 0.002
Si -0.057 0.009 0.01
Si -0.009 -0.018 -0.002
Si 0.003 0.049 0.007
Si -0.069 0.011 0.019
Si -0.013 -0.018 0.007
Si -0.009 0 0.013
Si 0.006 0.036 0.009
Si -0.035 0.008 0.017
Si 0 -0.007 0.009
Si -0.039 -0.009 0.012
Si 0.023 0.013 -0.009
Si -0.033 0.001 0.009
Si -0.023 -0.043 -0.024
Si 0.017 0.019 -0.021
Si 0.004 -0.027 0.008
Si -0.01 -0.023 -0.011
Si -0.015 -0.01 -0.001
Si 0.085 0.034 0.008
Si 0.028 -0.004 -0.004
Si -0.018 0.013 0.011
Si -0.041 -0.047 -0.002
Si -0.003 0.005 -0.003
Si 0.072 0.019 0.008
Si -0.052 -0.039 0
Si -0.039 -0.01 -0.006
Si 0 0.012 -0.004
Si 0.007 0.03 0.016
Si -0.031 0.01 0.007
Si -0.046 -0.015 -0.006
Si -0.017 0.007 0.018
Si -0.01 0.012 -0.004
Si -0.049 -0.018 -0.01
Si -0.01 0.034 -0.003
Si -0.014 0.017 0.008
Si 0.025 -0.008 0.006
Si -0.002 -0.007 -0.004
Si -0.007 -0.015 0.006
Si -0.006 -0.009 -0.008
Si 0.004 -0.008 0.02
Si 0.002 -0.023 -0.001
Si 0.011 -0.007 0.017
Si -0.005 0.001 -0.002
Si -0.004 0.02 0.016
Si 0.006 0.005 0.02
Si 0.002 -0.013 0.004
Si 0.015 -0.011 0.009
Si 0.017 0.003 0.003
Si 0.002 -0.011 0.001
Si 0.017 0.016 -0.002
Si 0.028 -0.003 0.012
Si 0.026 -0.012 0.008
Si 0.012 -0.001 -0.01
Si 0.005 0.002 -0.008
Si 0.017 -0.007 -0.002
Si 0.048 0.011 -0.002
Si 0.02 -0.007 -0.008
Si 0.009 0.003 0.005
Si 0.014 0.001 -0.006
Si -0.028 0.024 0.008
Si -0.013 -0.006 -0.005
Si -0.01 -0.016 -0.001
Si 0 0.002 0.003
Si 0.014 -0.013 -0.001
Si 0.002 0.012 0.007
Si 0.02 -0.027 0.001
Si 0.026 -0.001 0.003
Si 0.012 0 0.006
Si 0 -0.016 0.005
Si 0.001 -0.001 0.013
Si -0.01 0.008 0.009
Si 0.014 0.005 -0.009
Si 0.004 -0.028 0.007
Si 0.044 0.01 0.006
Si 0.014 0.018 -0.007
Si -0.007 -0.005 -0.001
Si 0.02 -0.006 -0.009
Si 0.026 -0.009 0.005
Si 0.013 -0.014 -0.016
Si 0.015 -0.004 0.003
Si -0.002 -0.016 -0.01
Si -0.008 0.019 0.009
Si -0.006 0.002 -0.006
Si -0.012 -0.022 0.015
Si -0.004 -0.004 -0.011
Si 0.019 0.018 0.013
Si 0.004 -0.018 0.007
Si -0.009 -0.004 -0.001
Si 0.017 -0.006 0.006
Si 0.035 0.002 0.003
Si -0.005 -0.009 0.014
Si 0.018 -0.016 0.01
Si 0.01 0.004 0.013
Si 0.044 -0.01 0.006
Si -0.001 -0.006 0.002
Si -0.022 0.003 0.015
Si 0.033 0.002 0.002
Si 0.044 0 -0.003
Si 0.012 0.002 0.003
Si -0.005 0.013 0.007
Si 0.016 0.017 -0.011
Si 0.031 -0.009 -0.021
Si 0.019 -0.026 -0.009
Si 0.003 0.016 -0.005
Si 0.024 0.012 -0.019
Si 0.035 -0.015 0.004
Si 0.03 -0.004 -0.009
Si 0.01 0.006 0.011
Si -0.012 0 0.005
Si 0.003 0.004 -0.004
Si 0.001 0.014 0.006
Si -0.009 0.003 0.001
Si -0.027 0.015 -0.004
Si -0.013 0.005 0.003
Si -0.019 0.014 -0.002
Si -0.012 0.001 0.002
Si -0.026 -0.027 -0.004
Si 0.004 -0.015 -0.005
Si -0.009 -0.007 -0.008
Si -0.031 -0.01 0.002
Si -0.02 -0.012 -0.006
Si -0.012 0.001 -0.005
Si -0.011 -0.001 0.002
Si -0.016 0.002 0.004
Si -0.007 0.032 0.012
Si -0.007 0.011 0.01
Si 0.002 -0.001 0.002
Si 0 -0.006 -0.002
Si -0.02 -0.006 0.007
Si -0.016 0.012 0.007
Si -0.007 0.007 0.01
Si 0 -0.003 0.004
Si 0.006 -0.003 0.003
Si 0.009 -0.012 0.01
Si 0 0.003 -0.003
Si 0.006 0.022 -0.002
Si -0.001 0.002 -0.006
Si -0.02 0.011 -0.014
Si -0.026 0.011 -0.011
Si -0.016 0.029 -0.007
Si -0.012 0 0.003
Si -0.023 -0.012 -0.002
Si -0.005 -0.025 -0.004
Si 0.004 -0.009 -0.009
Si -0.007 -0.01 -0.006
Si -0.034 -0.004 0.003
Si -0.032 0.004 0.006
Si -0.016 -0.009 0.005
Si -0.015 0.015 0.007
Si -0.02 0.004 0.009
Si -0.038 -0.001 0.006
Si -0.017 -0.001 0.004
Si -0.02 0.011 0.012
Si 0.008 0.012 0.011
Si -0.004 0.01 0.003
Si -0.009 0.001 0.011
Si 0.001 0.003 0.006
Si 0.021 0.012 -0.002
Si -0.004 -0.003 -0.004
Si -0.001 0.001 -0.009
Si 0.009 0.008 -0.004
Si 0.001 0.012 -0.007
Si 0.006 0.01 0.005
Si 0 0.011 -0.007
Si -0.001 0.002 -0.003
Si -0.002 0.005 -0.004
Si -0.02 -0.008 0.004
Si -0.018 -0.003 -0.007
Si -0.018 -0.006 -0.004
Si 0.001 -0.006 0.003
Si -0.029 0.002 0.001
Si -0.022 0.029 0
Si -0.01 0.016 0.007
Si -0.015 -0.011 0.009
Si -0.017 -0.006 0.004
Si -0.025 0.014 0.001
Si -0.021 0.008 -0.002
Si -0.012 -0.002 0.005
Si -0.028 0.001 0.016
Si 0.012 -0.013 0.003
Si 0 0.01 -0.004
Si 0 -0.011 -0.003
Si -0.004 -0.016 0
Si 0.012 -0.007 0.004
Si 0.004 -0.013 0.004
Si 0.004 -0.002 0.008
Si 0.007 -0.01 0.002
Si 0.009 0.005 0.013
Si 0.013 0 0.006
Si 0.003 0.001 0.009
Si 0.008 -0.002 0.007
Si 0.021 -0.006 -0.002
Si 0.022 0 0.001
Si 0.019 0.013 0.001
Si 0.007 0.025 -0.003
Si 0.012 -0.001 -0.006
Si 0.018 -0.013 -0.006
Si 0.015 -0.015 -0.007
Si 0.016 0 -0.008
Si 0.023 -0.001 -0.005
Si 0.008 0.008 -0.007
Si 0.022 -0.004 -0.002
Si 0.005 0.002 -0.001
Si 0.001 0 -0.002
Si -0.006 -0.008 -0.005
Si -0.012 -0.001 -0.004
Si 0 -0.008 -0.001
Si -0.005 -0.006 0.001
Si 0.013 -0.007 0.001
Si 0.014 -0.003 0.005
Si 0.015 0.002 0.004
Si 0.017 -0.016 0.006
Si 0.01 -0.013 0.004
Si 0.021 -0.002 0.011
Si 0 -0.003 0.006
Si 0.009 -0.003 0.006
Si 0.012 0.005 -0.001
Si 0.028 0.001 -0.002
Si 0.017 0.003 -0.003
Si 0 0.009 -0.008
Si 0.012 0.01 -0.007
Si 0.021 -0.013 -0.01
Si 0.016 -0.009 -0.014
Si 0.012 -0.01 -0.007
Si -0.008 -0.001 -0.005
Si 0.002 -0.004 -0.002
Si -0.003 0.007 -0.002
Si 0.001 -0.007 -0.002
Si -0.005 -0.016 -0.004
Si -0.004 -0.01 0.002
Si 0.007 -0.004 0.001
Si 0.006 -0.005 0.004
Si 0.015 -0.006 0.01
Si 0.024 -0.009 0.003
Si -0.001 0.004 0.014
Si 0.017 -0.01 0.012
Si 0.004 0 0.012
Si 0.017 -0.014 0.003
Si 0.027 -0.007 0.002
Si 0.023 -0.01 0.005
Si 0.017 -0.001 0.001
Si 0.009 0.009 0.002
Si 0.015 0.012 -0.006
Si 0.016 0 -0.001
Si 0.015 0.003 -0.004
Si 0.007 -0.002 -0.012
Si 0.012 -0.003 -0.015
Si 0.017 -0.017 -0.012
Si 0.029 0.004 -0.007
Si 0.013 0.009 -0.002
Si 0.008 0.001 -0.005
Si 0.007 0.014 0.001
Si 0 0.004 0.006
Si -0.004 0.007 -0.002
Si -0.004 0 0
Si -0.011 0.002 -0.003
Si -0.014 0.012 -0.003
Si -0.007 0.006 0.002
Si -0.016 0.014 -0.006
Si -0.011 -0.005 -0.007
Si -0.015 0.003 -0.004
Si -0.021 -0.011 -0.005
Si -0.014 -0.01 -0.014
Si -0.016 -0.01 0.002
Si -0.024 -0.009 -0.01
Si -0.022 -0.006 0.003
Si -0.009 -0.006 0.003
Si 0 0.024 0.012
Si -0.003 -0.009 0.005
Si -0.006 0.003 0.001
Si 0 0.017 0.006
Si -0.009 0.001 0.005
Si -0.005 -0.01 -0.001
Si 0 0.007 0.007
Si -0.012 0.007 0.005
